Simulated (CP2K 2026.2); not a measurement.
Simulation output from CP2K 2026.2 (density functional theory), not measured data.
Periodic cell of 2016 atoms, Si1440O576, from a study of silicon, its oxide and their interface. The atomic structure is a simulated model.
Doubt: the forces sum to 6.42 eV/angstrom along one axis rather than to zero, so they err by at least 0.0032 eV/angstrom per atom on average; the grid cutoff is modest.

Settings: functional PBE; method Gaussian and plane waves; basis set DZVP-MOLOPT-SR-GTH; pseudopotentials GTH-PBE; grid cutoff 350 Ry, relative cutoff 50 Ry; k points Gamma only; occupations fixed; spin none; net charge 0.

Cell vectors (angstrom)
a	65.28	0	0
b	0	16.32	0
c	2.4151	-2.4704	33.1718

Atoms and the computed forces on them: element, x, y, z (angstrom), force x, y, z (eV/angstrom)
Si	1.596	14.465	0.125	-0.344	0.264	0.628
Si	3.934	1.345	0.033	0.246	-0.362	0.689
Si	3.941	0.953	32.879	-0.302	0.48	0.62
Si	6.948	3.625	32.905	-0.177	0.168	0.745
Si	1.019	9.512	0.223	0.287	-0.228	0.588
Si	3.724	12.119	0.336	0.314	0.007	0.648
Si	6.758	14.736	0.24	-0.19	0.168	0.656
Si	8.964	1.766	0.051	0.12	-0.186	0.671
Si	6.749	3.939	0.335	0.012	0.017	0.489
Si	11.699	4.373	33.169	0.162	-0.079	0.705
Si	9.464	6.594	33.158	-0.08	0.115	0.783
Si	9.887	11.809	0.256	-0.406	0.21	0.7
Si	12.271	14.835	0.027	-0.062	0.047	0.628
Si	14.768	1.486	0.086	0.103	-0.198	0.651
Si	12.518	3.688	0.234	-0.135	-0.031	0.733
Si	14.947	6.681	0.275	-0.283	0.137	0.67
Si	12.059	9.498	0.295	0.338	-0.275	0.744
Si	15.532	11.692	0.084	-0.225	0.054	0.747
Si	18.073	14.392	0.188	-0.068	0.251	0.807
Si	20.53	1.447	0.005	-0.169	-0.039	0.715
Si	17.143	4.39	0	0.458	-0.257	0.679
Si	22.217	4.839	32.969	0.23	-0.327	0.743
Si	17.622	9.465	0.441	-0.001	-0.006	0.576
Si	20.34	12.234	0.223	0.129	-0.195	0.68
Si	23.306	14.521	0.033	0.018	0.254	0.661
Si	25.703	1.701	0.09	0.255	-0.327	0.598
Si	23.389	3.951	0.203	-0.238	0.26	0.565
Si	25.695	7.118	0.073	0.127	-0.109	0.758
Si	25.756	6.744	33.17	-0.146	0.235	0.809
Si	28.047	9.939	33.085	0.189	-0.103	0.712
Si	28.696	15.157	0.005	-0.235	0.017	0.669
Si	33.631	-0.692	33.02	0.149	-0.146	0.666
Si	31.452	1.587	33.119	-0.239	0.04	0.685
Si	31.313	7.051	0.045	0.125	-0.044	0.634
Si	29.157	9.345	0.029	-0.229	-0.012	0.729
Si	34.029	9.717	33.072	-0.283	0.336	0.705
Si	36.851	12.509	33.087	-0.273	0.01	0.662
Si	36.795	1.563	0.253	0.006	-0.007	0.491
Si	36.974	1.271	33.081	-0.063	0.154	0.691
Si	39.491	4.368	33.134	-0.19	0.006	0.744
Si	36.295	7.492	33.115	0.26	-0.257	0.76
Si	38.961	10.203	33.047	0.185	-0.056	0.757
Si	41.472	13.264	33.117	-0.009	-0.149	0.711
Si	42.445	1.229	0.01	-0.143	0.102	0.671
Si	41.516	1.973	33.063	0.38	-0.038	0.708
Si	44.541	4.805	33.054	-0.011	-0.224	0.697
Si	42.349	7.071	33.027	-0.192	0.002	0.746
Si	44.996	9.77	33.005	-0.351	0.25	0.662
Si	44.708	15.367	0.162	-0.002	-0.092	0.749
Si	47.329	1.679	0.319	0.116	-0.192	0.807
Si	45.146	3.91	0.256	-0.203	0.108	0.664
Si	49.753	4.133	33.152	0.192	0.243	0.64
Si	44.632	9.802	0.034	0.356	-0.113	0.653
Si	48.026	12.047	0.267	-0.152	0.078	0.793
Si	50.661	14.727	0.395	-0.05	-0.018	0.665
Si	52.986	1.401	0.661	-0.008	0.063	0.536
Si	50.614	3.305	0.014	-0.118	0.418	0.716
Si	53.089	6.556	0.05	-0.212	0.135	0.75
Si	50.22	9.83	0.19	0.027	-0.285	0.793
Si	52.961	12.643	0.168	0.121	-0.17	0.686
Si	55.281	15.646	0.236	0.097	-0.242	0.66
Si	58.603	1.178	0.345	-0.127	0.069	0.792
Si	55.294	4.362	0.36	0.082	0.021	0.804
Si	57.954	6.946	0.237	0.281	0.015	0.7
Si	55.903	9.3	0.297	-0.223	0.026	0.723
Si	57.844	12.07	0.226	0.224	0.236	0.619
Si	60.606	15.101	0.158	0.109	-0.139	0.72
Si	63.411	1.393	0.087	0.344	-0.255	0.628
Si	61.227	3.75	0.246	-0.199	0.361	0.657
Si	63.621	7.135	0.03	0.14	-0.308	0.7
Si	61.386	9.318	0.187	-0.308	0.079	0.727
Si	64.061	11.77	0.133	-0.249	0.355	0.628
Si	2.695	16.13	1.352	0.077	0.017	-0.015
Si	5.34	2.525	1.492	0.036	-0.042	-0.005
Si	2.636	5.217	0.972	0.046	-0.043	-0.031
Si	5.42	7.852	1.188	0.04	0.002	-0.054
Si	2.587	10.592	1.571	0.01	-0.058	0.05
Si	5.258	13.463	1.479	0.115	-0.07	-0.025
Si	8.05	-0.016	1.407	0.136	-0.024	-0.074
Si	10.774	2.597	1.376	0.078	0.008	-0.053
Si	8.162	5.366	1.476	0.065	0.019	-0.051
Si	10.811	7.925	1.473	-0.022	0.06	-0.084
Si	8.125	10.689	1.349	0.049	0.035	-0.081
Si	10.887	13.55	1.461	0.047	0.089	-0.109
Si	13.677	16.132	1.367	0.005	0.164	-0.122
Si	16.3	2.658	1.385	0.054	0.133	-0.128
Si	13.564	5.292	1.569	0.044	0.089	-0.081
Si	16.212	8.08	1.648	0.036	0.098	-0.132
Si	13.749	10.717	1.377	0.007	0.163	-0.076
Si	16.467	13.324	1.518	0.004	0.137	-0.116
Si	19.162	16.216	1.247	-0.002	0.159	-0.097
Si	21.718	2.845	1.44	0.066	-0.001	-0.069
Si	18.929	5.486	1.15	0	0.078	-0.139
Si	21.646	8.108	1.21	0.051	0.032	-0.074
Si	19.112	10.785	1.611	0.04	0.126	-0.086
Si	21.858	13.453	1.511	0.018	0.055	-0.045
Si	24.498	-0.043	1.187	-0.028	-0.009	-0.073
Si	27.357	2.912	1.267	0.065	-0.061	-0.064
Si	24.54	5.566	1.415	0.018	0.041	-0.039
Si	27.372	8.287	1.244	-0.02	-0.063	-0.044
Si	24.508	10.856	1.291	0.037	-0.042	-0.098
Si	27.276	13.648	1.19	-0.074	-0.042	-0.117
Si	29.962	0.333	1.289	0	-0.088	-0.083
Si	32.846	2.797	1.253	-0.114	-0.044	-0.034
Si	30.122	5.549	1.386	-0.04	-0.096	-0.043
Si	32.839	8.318	1.283	-0.057	-0.053	-0.047
Si	30.116	11.024	1.336	0.003	-0.028	-0.055
Si	32.759	13.829	1.171	-0.017	-0.047	-0.036
Si	35.464	0.103	1.448	-0.096	-0.044	-0.017
Si	38.161	2.971	1.462	0.026	0.002	0.009
Si	35.513	5.544	1.196	-0.043	-0.012	-0.039
Si	38.283	8.397	1.187	0.029	0.041	-0.002
Si	35.461	11.104	1.248	-0.044	-0.003	-0.05
Si	38.122	13.882	1.151	-0.003	-0.035	-0.02
Si	40.764	0.238	1.32	0.077	-0.016	0.055
Si	43.504	2.772	1.398	0.057	0.004	0.098
Si	40.874	5.575	1.037	-0.015	0.047	0.058
Si	43.524	8.308	1.427	0.036	-0.009	0.127
Si	40.976	11.102	1.215	0.048	0.027	0.031
Si	43.535	13.751	1.334	0.024	-0.008	0.048
Si	46.216	0.092	1.548	0.045	-0.02	0.022
Si	49.008	2.651	1.605	-0.048	-0.018	-0.012
Si	46.303	5.377	1.626	0.015	0.022	0.077
Si	48.825	8.168	1.207	-0.028	-0.089	-0.028
Si	46.282	10.909	1.327	-0.007	-0.032	0.09
Si	49.052	13.614	1.629	-0.029	-0.025	-0.016
Si	51.673	-0.06	1.829	-0.103	-0.042	-0.018
Si	54.308	2.861	1.833	-0.063	-0.035	-0.064
Si	51.527	5.283	1.246	-0.07	-0.08	-0.054
Si	54.254	8.123	1.444	-0.094	-0.09	-0.107
Si	51.784	10.999	1.482	-0.053	0	-0.056
Si	54.424	13.809	1.543	-0.034	-0.029	-0.069
Si	56.989	0.119	1.638	-0.061	-0.066	-0.1
Si	59.765	2.674	1.67	-0.083	0.009	-0.067
Si	56.933	5.442	1.665	-0.112	-0.035	-0.121
Si	59.733	8.093	1.348	-0.078	-0.002	-0.087
Si	56.962	10.727	1.826	-0.142	-0.022	-0.064
Si	59.453	13.5	1.395	-0.129	-0.045	-0.071
Si	62.318	16.15	1.427	-0.035	-0.04	-0.061
Si	65.187	2.499	1.186	0.029	-0.012	0.009
Si	62.513	5.42	1.256	-0.014	0.022	-0.032
Si	65.104	8.07	1.567	-0.015	-0.014	0.034
Si	62.508	10.782	1.578	-0.057	0.015	-0.03
Si	65.113	13.494	1.324	0.039	-0.003	-0.021
Si	1.253	1.192	2.634	0.069	0.002	0.055
Si	3.884	3.962	2.63	0.068	0.042	0.082
Si	1.353	6.595	2.552	0.068	-0.061	0.065
Si	4.085	9.221	2.67	0.153	-0.033	0.058
Si	1.198	12.108	2.763	-0.002	-0.008	0.086
Si	3.968	14.841	2.829	0.07	0.009	0.095
Si	6.701	1.213	2.85	0.048	0.021	0.028
Si	9.52	3.981	2.805	0.056	0.054	-0.034
Si	6.727	6.683	2.764	0.043	0.009	0.04
Si	9.46	9.362	2.784	0.062	0.051	0.006
Si	6.736	12.075	2.686	0.091	-0.007	0.044
Si	9.456	14.903	2.736	0.044	0.055	-0.021
Si	12.176	1.155	2.69	0.088	0.062	-0.069
Si	14.981	3.945	2.858	0.051	0.105	-0.032
Si	12.161	6.619	2.864	0.046	0.099	-0.063
Si	14.908	9.443	2.95	0.015	0.131	-0.025
Si	12.341	12.149	2.713	0.018	0.022	-0.03
Si	15.041	14.784	2.732	0.036	0.088	-0.088
Si	17.748	1.257	2.626	0.07	0.082	-0.051
Si	20.303	4.19	2.663	-0.001	0.129	0.001
Si	17.668	6.667	2.786	0.108	0.082	-0.009
Si	20.495	9.398	2.814	0.09	0.074	-0.006
Si	17.771	12.103	2.977	0.053	0.134	0.002
Si	20.485	14.923	2.738	0.042	0.088	0.003
Si	23.15	1.344	2.624	0.051	0.028	0.052
Si	25.964	4.2	2.685	-0.004	-0.035	0.025
Si	23.035	6.821	2.675	0.061	0.06	0.026
Si	25.961	9.588	2.643	0.011	-0.047	0.022
Si	23.224	12.126	2.803	0.055	0.001	0.029
Si	25.915	15.008	2.604	0.021	-0.043	0.016
Si	28.638	1.587	2.723	-0.073	-0.08	0.022
Si	31.512	4.191	2.677	-0.037	-0.092	-0.01
Si	28.66	6.893	2.668	-0.03	-0.068	-0.019
Si	31.469	9.662	2.696	-0.063	-0.079	0.015
Si	28.635	12.335	2.615	-0.055	-0.095	0.005
Si	31.346	15.16	2.552	-0.049	-0.098	-0.003
Si	34.044	1.438	2.733	-0.066	-0.065	0.002
Si	36.761	4.283	2.754	-0.062	-0.024	0.051
Si	34.158	6.902	2.599	-0.056	-0.079	0
Si	36.846	9.699	2.554	-0.053	-0.042	0.02
Si	34.083	12.45	2.628	-0.078	-0.053	0.004
Si	36.843	15.077	2.74	-0.014	-0.042	0.048
Si	39.531	1.589	2.762	-0.014	0.011	0.099
Si	42.132	4.239	2.595	0.014	0.046	0.077
Si	39.554	6.933	2.554	-0.002	-0.033	0.083
Si	42.193	9.721	2.73	0.034	0.013	0.11
Si	39.489	12.436	2.503	-0.022	0.01	0.056
Si	42.082	15.073	2.653	0.057	0.043	0.131
Si	44.838	1.46	2.845	0.05	0.009	0.17
Si	47.702	4.088	2.94	0.009	-0.06	0.124
Si	44.883	6.885	2.749	0.073	0.044	0.106
Si	47.579	9.524	2.719	0.049	-0.012	0.075
Si	44.916	12.341	2.667	0.026	0.014	0.117
Si	47.601	15.017	2.837	0.012	-0.028	0.097
Si	50.249	1.316	3.04	-0.044	-0.062	0.073
Si	52.833	4.198	2.965	-0.132	-0.015	-0.001
Si	50.209	6.778	2.606	-0.004	-0.058	-0.02
Si	53.023	9.555	2.836	-0.071	-0.066	-0.048
Si	50.415	12.261	2.945	-0.035	-0.047	0.073
Si	53.106	14.972	3.092	-0.044	-0.058	0.03
Si	55.75	1.485	3.057	-0.105	-0.027	-0.042
Si	58.39	4.082	2.928	-0.105	-0.014	-0.068
Si	55.603	6.845	2.953	-0.125	-0.039	-0.035
Si	58.509	9.405	2.924	-0.09	-0.076	-0.06
Si	55.659	12.3	2.941	-0.142	0.015	-0.043
Si	58.302	14.914	2.898	-0.093	0.002	-0.061
Si	61.145	1.255	2.907	-0.074	-0.025	0.024
Si	63.91	3.993	2.579	-0.024	-0.036	0.043
Si	61.142	6.736	2.709	-0.039	0.024	-0.04
Si	63.831	9.443	2.963	0.019	0.026	0.025
Si	61.023	12.207	2.735	-0.108	-0.008	-0.059
Si	63.782	14.844	2.716	0.018	0.008	0.031
Si	65.186	-0.12	4.053	0.002	-0.009	0.011
Si	2.59	2.584	4.028	0.039	-0.033	-0.03
Si	65.267	5.298	4	-0.004	0.031	-0.023
Si	2.679	7.934	4.021	-0.044	0.008	0.006
Si	65.211	10.807	4.226	-0.01	0.012	0.013
Si	2.594	13.455	4.115	0.01	-0.014	-0.013
Si	5.355	-0.146	4.171	-0.007	-0.023	0.03
Si	8.109	2.613	4.114	0.02	-0.02	-0.03
Si	5.32	5.284	4.034	-0.002	-0.001	-0.041
Si	8.085	8.041	4.138	0.008	-0.03	-0.005
Si	5.396	10.683	4.033	-0.03	0.021	-0.026
Si	8.098	13.474	4.039	-0.014	0.007	-0.004
Si	10.846	-0.13	4.118	-0.006	0.001	0.011
Si	13.543	2.555	4.079	-0.053	0.003	-0.041
Si	10.832	5.295	4.218	-0.049	-0.002	0.01
Si	13.526	8.035	4.186	0.01	-0.005	-0.012
Si	10.9	10.775	4.048	-0.021	-0.007	-0.062
Si	13.644	13.494	4.118	0.017	-0.018	-0.002
Si	16.381	-0.089	4.031	0.007	-0.003	-0.006
Si	19.046	2.692	4.008	-0.015	0.014	-0.028
Si	16.34	5.325	4.173	-0.012	-0.006	0.01
Si	19.064	8.056	4.117	-0.025	-0.024	-0.028
Si	16.333	10.778	4.252	-0.002	-0.003	-0.015
Si	19.132	13.585	4.156	0.007	-0.008	0.001
Si	21.841	0.003	4.059	0.007	-0.011	-0.01
Si	24.562	2.742	3.961	-0.024	-0.005	-0.006
Si	21.736	5.45	4.065	-0.005	-0.007	-0.003
Si	24.522	8.2	3.976	-0.033	0.02	-0.076
Si	21.843	10.8	4.146	-0.016	0.003	0.018
Si	24.59	13.619	4.029	0.013	0.028	-0.035
Si	27.273	0.091	3.983	0	-0.014	-0.036
Si	30.067	2.877	4.053	0.02	0.005	-0.022
Si	27.307	5.539	4.06	0.015	0.023	-0.003
Si	30.041	8.275	4.005	0.004	0.017	-0.01
Si	27.296	10.964	4.015	-0.021	0.011	-0.003
Si	30.006	13.739	3.939	0.028	-0.006	-0.01
Si	32.671	0.092	4.058	-0.008	0.002	-0.002
Si	35.408	2.846	4.06	0.004	0.035	-0.008
Si	32.8	5.586	4.038	-0.009	-0.005	-0.009
Si	35.497	8.304	3.951	0.004	0.004	-0.021
Si	32.775	11.051	4.038	0.017	0.008	-0.006
Si	35.439	13.73	4.06	-0.017	0.012	-0.008
Si	38.163	0.162	4.077	0.016	-0.023	-0.023
Si	40.861	2.921	4.104	0.007	0.013	0.017
Si	38.173	5.637	4.033	0.045	0.01	-0.029
Si	40.83	8.286	4.022	-0.006	-0.009	-0.024
Si	38.156	11.055	3.947	0.02	0.037	-0.023
Si	40.78	13.703	4.03	0.038	0.004	0.002
Si	43.457	0.061	4.109	-0.009	-0.012	-0.043
Si	46.229	2.768	4.218	0.027	-0.04	-0.025
Si	43.485	5.533	4.058	0.015	-0.036	-0.006
Si	46.228	8.225	4.134	0.006	0.016	0.014
Si	43.566	11.022	4.095	0.025	-0.024	-0.004
Si	46.222	13.644	4.135	-0.013	-0.022	-0.007
Si	48.874	-0.011	4.324	0.024	-0.014	0.032
Si	51.589	2.753	4.321	0.022	0.026	-0.028
Si	48.988	5.528	4.214	0.003	0.011	-0.007
Si	51.584	8.149	4.074	-0.02	-0.045	-0.057
Si	48.945	10.867	4.147	-0.013	0.019	-0.02
Si	51.698	13.602	4.361	-0.013	0.019	-0.008
Si	54.412	0.075	4.378	0.004	-0.034	-0.015
Si	57.108	2.779	4.378	-0.015	0.013	0.025
Si	54.257	5.499	4.308	0.009	0.004	-0.037
Si	57.069	8.129	4.266	-0.017	0.009	-0.024
Si	54.323	10.898	4.261	0.006	0.047	-0.007
Si	57.032	13.583	4.321	0.02	0.023	0.009
Si	59.742	-0.072	4.226	-0.02	0.01	-0.01
Si	62.576	2.677	4.086	0.009	0.019	-0.027
Si	59.818	5.433	4.175	0.031	0.011	-0.008
Si	62.448	8.046	4.183	-0.015	0	0.002
Si	59.813	10.833	4.218	0.007	-0.002	-0.01
Si	62.434	13.517	4.11	-0.015	0.014	0.003
Si	1.439	14.889	16.305	-0.026	0.011	0.024
Si	4.153	1.286	16.285	0.012	0.022	-0.001
Si	1.442	3.997	16.245	0.008	-0.001	-0.005
Si	4.136	6.746	16.264	-0.008	0.014	0.014
Si	1.462	9.474	16.264	0.013	0.018	0.018
Si	4.183	12.172	16.294	0	0.014	0.003
Si	6.888	14.912	16.262	0.013	-0.005	0.002
Si	9.553	1.321	16.243	-0.004	0.003	0.014
Si	6.832	4.028	16.256	0.002	0.006	-0.001
Si	9.532	6.735	16.274	0.002	0.003	0.026
Si	6.848	9.465	16.339	-0.011	0.042	0.039
Si	9.574	12.179	16.274	-0.01	0.009	0.008
Si	12.274	14.877	16.214	0.012	-0.012	0.01
Si	14.992	1.367	16.199	0.003	-0.004	0.003
Si	12.273	4.046	16.231	0.001	-0.002	0.013
Si	14.967	6.784	16.277	0.009	-0.013	0.031
Si	12.288	9.462	16.231	-0.013	0.009	0.009
Si	14.992	12.209	16.224	0.01	0.006	0.015
Si	17.719	14.946	16.255	-0.004	0.004	0.011
Si	20.395	1.351	16.242	0.007	-0.004	0.006
Si	17.654	4.09	16.201	0.003	-0.011	0.01
Si	20.398	6.853	16.23	0.005	0.004	0.009
Si	17.695	9.498	16.247	0.023	-0.009	0.022
Si	20.403	12.278	16.314	0.016	0.011	0.023
Si	23.106	15.018	16.335	-0.027	0.009	0.009
Si	25.823	1.377	16.35	-0.015	0.013	0.006
Si	23.117	4.128	16.258	-0.001	-0.018	0.009
Si	25.86	6.904	16.363	0.023	0.008	0.007
Si	23.144	9.596	16.337	0.025	-0.018	0.016
Si	25.855	12.278	16.402	-0.005	-0.004	-0.004
Si	28.526	14.971	16.447	-0.011	-0.004	0.019
Si	31.234	1.403	16.414	0	0.008	0.003
Si	28.509	4.118	16.372	0.005	-0.015	0.005
Si	31.229	6.854	16.366	0.007	0.001	0.002
Si	28.504	9.594	16.451	-0.008	0.019	0.031
Si	31.207	12.259	16.472	0.032	-0.035	0.012
Si	33.932	15.004	16.414	-0.02	-0.028	0.008
Si	36.66	1.388	16.39	0.009	-0.012	0.031
Si	33.92	4.104	16.378	-0.022	-0.019	0.005
Si	36.686	6.846	16.303	-0.001	-0.017	-0.004
Si	33.9	9.569	16.365	0	-0.034	-0.007
Si	36.618	12.334	16.308	-0.008	0.017	-0.004
Si	39.385	15.042	16.393	0.016	-0.033	-0.001
Si	42.114	1.43	16.395	0.024	0	0.016
Si	39.401	4.1	16.375	-0.008	0.013	0.016
Si	42.148	6.834	16.361	0.002	0.009	0.002
Si	39.404	9.57	16.273	-0.002	-0.001	-0.004
Si	42.1	12.33	16.353	0.013	0.014	-0.008
Si	44.826	15.021	16.409	0.005	0.011	0.008
Si	47.52	1.398	16.414	-0.016	0.014	0.014
Si	44.832	4.108	16.438	-0.003	0.017	0.011
Si	47.579	6.846	16.383	-0.001	0.009	0.005
Si	44.832	9.556	16.368	0.001	0.015	-0.001
Si	47.55	12.279	16.409	0.008	-0.006	0
Si	50.313	14.98	16.41	0.008	0.017	0.008
Si	53.063	1.349	16.394	-0.013	0.008	-0.008
Si	50.346	4.101	16.37	0.006	0.003	-0.01
Si	53.069	6.776	16.425	0.011	0.004	0.005
Si	50.304	9.546	16.408	0.015	0.015	0.006
Si	53.055	12.238	16.449	-0.008	0.002	0.009
Si	55.775	14.918	16.415	-0.005	-0.005	0.014
Si	58.474	1.27	16.392	-0.006	-0.013	0.005
Si	55.792	4.045	16.423	0.004	0.017	0.003
Si	58.499	6.743	16.371	0.001	-0.026	0.018
Si	55.762	9.492	16.42	-0.016	0.033	-0.003
Si	58.487	12.136	16.376	0	-0.026	0
Si	61.234	14.863	16.336	-0.004	0.005	0.01
Si	63.992	1.242	16.256	-0.015	0.008	-0.006
Si	61.201	3.981	16.285	0.001	-0.001	-0.004
Si	63.939	6.731	16.257	-0.008	-0.019	0.007
Si	61.22	9.443	16.362	0.02	-0.042	0.007
Si	63.997	12.187	16.32	-0.006	0.004	0.014
Si	2.81	-0.067	17.653	0.003	0.012	0.02
Si	5.536	2.641	17.632	-0.016	-0.011	0.017
Si	2.829	5.333	17.599	-0.036	-0.004	-0.007
Si	5.394	8.155	17.675	-0.034	-0.04	0.003
Si	2.832	10.822	17.659	0.014	-0.041	-0.02
Si	5.605	13.507	17.619	0.005	-0.018	-0.006
Si	8.233	-0.036	17.63	-0.002	0.004	0.027
Si	10.873	2.736	17.575	-0.008	0.014	0.03
Si	8.129	5.411	17.64	0.007	-0.042	0.041
Si	10.969	8.064	17.578	-0.007	0.022	-0.006
Si	8.293	10.793	17.678	-0.002	-0.017	0.041
Si	10.967	13.509	17.627	0.007	-0.015	0.031
Si	13.619	-0.014	17.483	0.001	0	-0.003
Si	16.317	2.738	17.589	-0.004	0.014	-0.006
Si	13.643	5.363	17.622	0.008	0.005	0.002
Si	16.339	8.154	17.63	-0.021	-0.018	0.033
Si	13.641	10.842	17.571	0.009	-0.008	0.007
Si	16.348	13.571	17.578	-0.002	0.002	0.028
Si	19.03	0.019	17.633	0.007	-0.011	0.027
Si	21.755	2.719	17.559	0.016	0.011	0.01
Si	18.955	5.521	17.512	-0.025	0.018	0.003
Si	21.705	8.247	17.615	-0.01	-0.007	-0.005
Si	18.99	10.901	17.616	-0.022	0.011	0.002
Si	21.712	13.692	17.69	-0.011	0.004	0.019
Si	24.435	0.059	17.737	-0.008	0.008	0.028
Si	27.131	2.751	17.731	0.004	-0.018	0.032
Si	24.392	5.58	17.606	-0.022	-0.008	-0.008
Si	27.162	8.241	17.855	-0.03	-0.009	0.043
Si	24.498	10.925	17.769	0	-0.015	0.045
Si	27.164	13.607	17.854	0.022	-0.021	0.003
Si	29.871	0.044	17.792	-0.006	0.004	0.01
Si	32.581	2.75	17.81	0.039	0.028	0.031
Si	29.872	5.484	17.714	0.003	-0.024	-0.018
Si	32.533	8.223	17.766	-0.003	0.018	0.037
Si	29.818	10.925	17.903	0.009	0.014	0.013
Si	32.571	13.642	17.806	0.006	0.024	0.001
Si	35.308	0.026	17.779	0.009	-0.002	0.027
Si	38.025	2.743	17.748	0.02	-0.01	-0.001
Si	35.313	5.494	17.649	-0.001	0.031	0.001
Si	38.051	8.223	17.622	0.029	-0.001	0.03
Si	35.239	10.988	17.657	-0.013	0.008	0.021
Si	37.969	13.668	17.684	-0.023	0.057	0.029
Si	40.744	0.105	17.764	-0.017	-0.012	0.029
Si	43.476	2.729	17.82	0.015	-0.001	0.025
Si	40.813	5.443	17.697	-0.01	-0.022	0.014
Si	43.492	8.195	17.743	0.001	-0.034	0.02
Si	40.784	10.88	17.636	0.014	-0.006	-0.006
Si	43.398	13.726	17.749	-0.034	-0.015	0.007
Si	46.143	0.063	17.819	-0.015	0.019	-0.003
Si	48.966	2.748	17.674	-0.004	-0.011	0.002
Si	46.206	5.517	17.74	-0.007	-0.004	0.036
Si	48.966	8.169	17.757	-0.006	0.002	0.017
Si	46.171	10.905	17.738	-0.023	-0.02	0.032
Si	48.901	13.667	17.752	-0.02	0.006	0.015
Si	51.76	-0.042	17.753	0.012	-0.018	0.037
Si	54.438	2.673	17.771	0.02	-0.029	0.009
Si	51.707	5.422	17.779	-0.03	-0.011	0.011
Si	54.455	8.107	17.791	0.02	-0.021	0.04
Si	51.671	10.884	17.78	0.006	-0.023	0.009
Si	54.469	13.558	17.818	-0.024	0.003	0.013
Si	57.123	-0.072	17.804	0.032	-0.003	0.011
Si	59.887	2.612	17.683	0.002	0.021	0.011
Si	57.182	5.393	17.775	-0.011	0.007	0.025
Si	59.85	8.085	17.74	0.019	0.032	0.043
Si	57.153	10.793	17.799	0.008	0.004	0.003
Si	59.862	13.494	17.682	0.009	0.03	0.021
Si	62.65	-0.104	17.635	0.025	0.014	0.014
Si	65.413	2.569	17.556	0.037	-0.029	-0.009
Si	62.556	5.361	17.581	-0.01	-0.003	0.019
Si	65.373	8.077	17.534	-0.003	0.001	0.016
Si	62.635	10.812	17.646	0.025	0.043	0.03
Si	65.387	13.53	17.689	-0.007	-0.016	-0.001
Si	1.46	1.287	19.05	-0.046	0.068	-0.07
Si	4.144	3.949	18.987	-0.077	-0.024	-0.063
Si	1.455	6.728	18.868	0.062	-0.005	-0.054
Si	4.059	9.487	19.158	-0.114	0.059	-0.02
Si	1.55	12.207	19.023	0.016	0.059	-0.073
Si	4.276	-1.406	18.92	-0.05	0.013	-0.062
Si	6.937	1.364	19.029	-0.028	0.043	-0.043
Si	9.512	4.076	18.992	-0.09	0.001	-0.053
Si	6.717	6.774	18.984	-0.094	0.043	-0.087
Si	9.719	9.41	19.002	-0.09	0.041	-0.031
Si	6.96	12.176	19.038	-0.114	0.006	-0.056
Si	9.653	-1.378	18.934	-0.064	0.027	-0.061
Si	12.293	1.365	18.817	-0.05	-0.026	-0.03
Si	15.028	4.069	19.031	-0.002	-0.016	0.028
Si	12.266	6.687	18.962	-0.097	-0.036	-0.013
Si	15	9.553	18.965	0.03	-0.018	0.018
Si	12.312	12.113	19.009	-0.08	-0.022	0.022
Si	14.983	-1.332	18.833	-0.006	-0.002	-0.024
Si	17.652	1.396	18.951	0.054	-0.116	0.017
Si	20.325	4.127	18.726	0.089	-0.112	-0.026
Si	17.641	6.773	19.028	0.071	-0.091	0.001
Si	20.321	9.565	18.985	0.054	-0.097	-0.007
Si	17.627	12.208	19.016	0.019	-0.065	0.011
Si	20.334	-1.288	19.092	0.118	-0.093	-0.049
Si	23.051	1.449	19.069	0.059	-0.051	-0.099
Si	25.679	4.188	18.931	0.065	-0.077	-0.148
Si	23.031	6.929	19.001	0.128	-0.078	-0.076
Si	25.766	9.573	19.293	0.062	-0.026	-0.143
Si	23.091	12.342	19.022	0.115	-0.064	-0.086
Si	25.738	-1.337	19.141	0.027	-0.03	-0.122
Si	28.465	1.373	19.152	0.055	-0.01	-0.145
Si	31.155	4.125	19.129	0.023	0.018	-0.079
Si	28.585	6.821	19.149	0.049	0.036	-0.12
Si	31.127	9.471	19.255	0.006	0.002	-0.104
Si	28.476	12.285	19.369	0.023	-0.004	-0.104
Si	31.213	-1.32	19.191	0.035	0.06	-0.098
Si	33.975	1.38	19.178	0.021	0.05	-0.061
Si	36.655	4.155	19.023	0.061	0.006	0.04
Si	33.966	6.84	19.008	0.046	0.048	-0.04
Si	36.642	9.615	18.892	0.036	0.023	-0.014
Si	33.892	12.233	19.16	0.043	0.013	-0.026
Si	36.649	-1.351	19.168	0.037	0	0.042
Si	39.365	1.401	19.17	0.015	-0.037	0.082
Si	42.125	4.103	19.163	-0.007	-0.044	0.087
Si	39.476	6.88	18.939	0.03	-0.001	0.038
Si	42.134	9.571	19.076	-0.005	-0.048	0.095
Si	39.354	12.218	18.873	0.03	-0.058	0.056
Si	42.097	-1.182	19.188	0.089	-0.059	0.113
Si	44.78	1.372	19.28	-0.093	-0.076	0.093
Si	47.661	4.178	18.999	-0.011	-0.062	0.003
Si	44.853	6.866	19.148	-0.013	-0.074	0.074
Si	47.582	9.543	19.072	-0.095	-0.027	0.022
Si	44.735	12.293	19.012	-0.043	-0.084	0.052
Si	47.541	-1.282	19.138	-0.022	-0.055	0.026
Si	50.33	1.343	18.975	-0.114	0.022	-0.02
Si	53.112	4.064	19.115	-0.044	0.068	0.012
Si	50.345	6.803	19.126	-0.079	0.016	-0.01
Si	53.025	9.444	19.098	-0.079	0.06	-0.052
Si	50.314	12.343	19.066	-0.045	0.008	-0.032
Si	53.163	-1.357	19.189	-0.077	0.104	-0.027
Si	55.751	1.301	19.184	-0.027	0.078	-0.011
Si	58.542	3.953	19.065	0.016	0.102	0.002
Si	55.882	6.783	19.188	-0.006	0.122	-0.032
Si	58.453	9.369	19.175	0.009	0.034	0.042
Si	55.846	12.182	19.182	-0.01	0.128	0.021
Si	58.498	14.807	19.088	-0.02	0.08	-0.023
Si	61.265	1.213	18.98	0.011	0.079	0.003
Si	63.978	3.93	18.749	0.028	0.021	-0.035
Si	61.223	6.675	19.022	0.068	0.015	-0.014
Si	64.103	9.466	18.899	0.072	0.023	-0.011
Si	61.227	12.123	19.004	0.049	0.07	-0.009
Si	64.025	-1.416	19.02	0.05	0.043	-0.003
Si	65.405	-0.113	20.422	0.02	0.028	0.083
Si	2.844	2.651	20.454	-0.01	0.01	0.021
Si	65.365	5.275	20.023	0.051	-0.014	-0.019
Si	2.462	8.148	20.429	-0.071	0.046	0.059
Si	65.429	10.864	20.306	-0.046	0.029	0.137
Si	2.996	13.552	20.316	-0.02	-0.032	0.02
Si	5.579	-0.021	20.305	-0.074	0.008	-0.016
Si	8.207	2.748	20.47	-0.074	0.028	0.035
Si	5.327	5.393	20.348	-0.06	0.079	0.069
Si	8.169	8.13	20.22	-0.099	0.016	-0.039
Si	5.566	10.833	20.465	-0.06	0.045	0
Si	8.428	13.553	20.331	-0.092	-0.03	-0.037
Si	10.95	0.081	20.218	-0.082	0.047	0.039
Si	13.603	2.668	20.239	-0.028	-0.027	0.076
Si	10.817	5.462	20.37	-0.106	0.058	0.062
Si	13.769	7.979	20.174	0.029	-0.064	0.03
Si	11.161	10.616	20.488	0.009	-0.064	0.012
Si	13.629	13.649	20.18	-0.031	-0.004	0.043
Si	16.275	0.015	20.262	0.026	-0.047	0.078
Si	19.081	2.799	20.151	0.055	-0.074	0.022
Si	16.392	5.334	20.511	0.039	-0.065	0.033
Si	18.947	8.236	20.356	0.081	-0.084	0.042
Si	16.225	10.934	20.463	0.005	-0.048	0.1
Si	18.941	13.591	20.38	0.128	-0.078	0.037
Si	21.749	0.048	20.471	0.095	-0.144	0.002
Si	24.297	2.99	20.366	-0.003	-0.03	-0.043
Si	21.555	5.521	20.089	0.063	-0.06	-0.025
Si	24.228	8.21	20.577	0.093	-0.005	-0.045
Si	21.662	10.979	20.261	0.105	-0.096	-0.008
Si	24.426	13.606	20.528	0.091	-0.097	-0.033
Si	27.041	0.027	20.504	0.078	-0.015	-0.04
Si	29.781	2.768	20.529	0.029	0.026	-0.109
Si	27.05	5.481	20.265	0.069	-0.02	-0.083
Si	29.929	7.994	20.75	0.123	0.021	-0.069
Si	27.2	10.839	20.803	0.042	-0.047	-0.087
Si	29.829	13.772	20.676	-0.006	0.015	-0.034
Si	32.627	-0.016	20.559	0.063	0.044	-0.07
Si	35.384	2.822	20.47	-0.029	0.027	0.078
Si	32.641	5.472	20.37	0.029	0.043	-0.003
Si	35.285	8.328	20.258	-0.045	0.051	0.045
Si	32.441	10.918	20.544	0.04	0.092	0.003
Si	35.346	13.502	20.532	0.063	0.027	0.003
Si	38.048	0	20.57	0.082	-0.047	0.131
Si	40.661	2.815	20.559	-0.023	-0.018	0.124
Si	38.054	5.576	20.232	0.042	-0.007	0.096
Si	40.837	8.143	20.412	0.028	-0.092	0.16
Si	38.082	10.833	20.256	0.036	0.002	0.122
Si	40.623	13.609	20.2	-0.002	-0.027	0.064
Si	43.34	0.128	20.875	-0.016	-0.062	0.117
Si	46.361	2.777	20.321	-0.067	-0.071	0.098
Si	43.557	5.416	20.528	0.024	-0.088	0.126
Si	46.252	8.214	20.519	-0.051	-0.068	0.103
Si	43.434	10.939	20.475	0	-0.087	0.144
Si	46.031	13.685	20.353	-0.062	-0.017	0.093
Si	49.012	0.042	20.432	-0.053	-0.045	0.093
Si	51.679	2.676	20.323	-0.072	0.013	0.044
Si	48.964	5.491	20.481	-0.111	-0.013	0.106
Si	51.671	8.109	20.542	-0.054	0.003	0.036
Si	48.898	11	20.345	-0.128	-0.04	0.042
Si	51.706	13.653	20.46	-0.061	0.059	0.063
Si	54.464	-0.013	20.697	-0.083	0.034	0.063
Si	57.16	2.672	20.47	-0.013	0.136	0.058
Si	54.479	5.431	20.475	-0.051	0.078	0.025
Si	57.246	8.038	20.761	-0.036	0.078	0.115
Si	54.451	10.766	20.402	-0.022	0.045	0.07
Si	57.197	13.518	20.624	0.01	0.112	0.059
Si	59.924	-0.138	20.346	0.069	0.115	0.088
Si	62.718	2.589	20.171	0.031	0.005	0.091
Si	59.905	5.272	20.448	0.049	0.106	0.055
Si	62.746	8.068	20.167	0.055	0	0.005
Si	59.861	10.755	20.394	0.012	0.113	0.04
Si	62.593	13.577	20.286	0.005	0.083	0.048
Si	1.838	-1.247	21.589	-0.118	-0.002	-0.694
Si	4.014	1.027	21.728	0.096	0.195	-0.724
Si	66.424	3.873	21.548	0.316	0.144	-0.667
Si	3.971	6.887	21.691	-0.285	-0.19	-0.572
Si	66.143	9.425	22.049	0.063	0.04	-0.809
Si	4.627	12.58	21.726	-0.316	-0.303	-0.633
Si	6.874	-1.502	21.542	0.282	0.136	-0.685
Si	9.905	1.613	21.674	-0.238	-0.064	-0.795
Si	6.939	4.376	21.686	0.022	-0.278	-0.77
Si	9.133	6.61	21.646	0.247	-0.015	-0.689
Si	7.285	9.756	21.647	-0.359	-0.211	-0.803
Si	9.585	11.916	21.596	0.242	0.238	-0.769
Si	12.474	-1.123	21.466	-0.139	-0.035	-0.792
Si	14.662	1.061	21.586	0.15	0.236	-0.764
Si	12.035	3.848	21.492	0.002	-0.013	-0.729
Si	15.252	6.988	21.701	-0.082	-0.339	-0.698
Si	12.593	9.05	21.79	-0.321	0.266	-0.685
Si	15.065	12.636	21.679	-0.077	-0.286	-0.68
Si	17.355	-1.567	21.597	0.062	0.067	-0.704
Si	20.607	1.745	21.546	-0.056	-0.238	-0.767
Si	18.117	4.219	21.72	-0.344	-0.157	-0.687
Si	20.114	6.608	21.537	0.05	0.197	-0.699
Si	17.381	9.307	21.722	0.098	0.213	-0.751
Si	20.561	12.468	21.662	-0.286	-0.189	-0.702
Si	22.815	-1.604	21.809	0.285	0.357	-0.644
Si	25.825	1.728	21.538	-0.096	-0.104	-0.708
Si	22.61	4.149	21.609	0.336	0.192	-0.689
Si	25.888	6.94	21.632	-0.271	-0.144	-0.694
Si	23.05	9.911	21.794	-0.188	-0.333	-0.755
Si	25.46	11.979	21.922	0.349	0.254	-0.784
Si	28.403	-1.182	22.031	0.011	0.056	-0.712
Si	31.437	1.613	21.755	-0.293	-0.244	-0.596
Si	28.052	3.931	21.656	0.26	0.108	-0.648
Si	31.795	6.954	21.965	-0.419	-0.286	-0.651
Si	28.268	9.009	22.059	0.293	0.46	-0.66
Si	31.396	12.551	21.951	-0.415	-0.367	-0.58
Si	33.789	14.67	21.832	0.365	0.397	-0.646
Si	36.673	1.438	21.837	0.192	0.106	-0.74
Si	33.69	3.883	21.702	0.382	0.301	-0.75
Si	36.884	7.164	21.431	0.015	0	-0.667
Si	33.775	9.423	21.702	0.15	0.189	-0.766
Si	36.97	12.228	21.734	-0.311	-0.099	-0.594
Si	39.122	14.515	21.718	0.03	0.327	-0.739
Si	41.733	1.545	22.245	0.163	-0.178	-0.803
Si	39.516	4.528	21.716	-0.207	-0.272	-0.734
Si	41.962	6.561	21.821	0.231	0.277	-0.641
Si	39.164	9.237	21.605	0.119	0.074	-0.817
Si	42.017	12.466	21.634	-0.018	-0.418	-0.64
Si	44.43	14.532	21.922	0.2	0.521	-0.607
Si	47.954	1.72	21.671	-0.065	-0.167	-0.813
Si	45.26	4.232	21.727	-0.288	-0.055	-0.696
Si	47.348	6.585	21.859	0.251	0.192	-0.706
Si	45.127	9.859	21.77	-0.239	-0.193	-0.721
Si	47.25	12.159	21.575	0.188	0.039	-0.726
Si	50.554	-1.091	21.802	-0.108	-0.188	-0.782
Si	52.7	1.188	21.794	0.316	-0.025	-0.718
Si	50.192	3.876	21.658	0.054	0.2	-0.76
Si	53.318	6.977	21.835	-0.209	-0.116	-0.767
Si	50.424	9.809	21.626	-0.21	-0.385	-0.602
Si	52.825	11.947	21.584	0.212	0.25	-0.722
Si	56.198	-1.081	21.987	-0.255	-0.22	-0.699
Si	58.466	1.124	21.629	0.019	0.095	-0.674
Si	56.036	4.287	21.801	-0.019	-0.15	-0.743
Si	58.475	6.299	22.029	0.101	0.312	-0.677
Si	55.491	9.26	21.884	0.32	0.025	-0.76
Si	58.902	12.368	21.824	-0.273	-0.099	-0.732
Si	61.088	14.652	21.687	0.137	0.181	-0.757
Si	64.264	1.566	21.601	-0.161	-0.289	-0.741
Si	61.742	4.232	21.469	-0.331	-0.21	-0.693
Si	63.962	6.501	21.367	0.198	0.225	-0.536
Si	61.556	9.556	21.433	-0.226	-0.163	-0.551
Si	63.729	11.946	21.432	0.269	0.42	-0.613
Si	66.636	7.071	26.184	0.053	-0.092	-0.154
Si	10.229	2.684	26.988	0.057	-0.052	-0.068
Si	65.35	5.571	23.724	0.074	0.094	-0.094
Si	3.335	11.631	26.896	-0.052	0.099	0.103
Si	6.481	13.743	26.62	0.031	-0.194	-0.129
Si	7.604	13.416	31.087	0.022	0.059	-0.104
Si	5.062	11.992	30.693	-0.138	-0.021	0.124
Si	8.657	-0.322	23.808	0.078	0.09	-0.192
Si	5.411	2.809	23.964	-0.044	-0.051	-0.133
Si	12.069	9.704	25.816	0.107	-0.131	0.061
Si	6.952	7.934	26.115	-0.057	0.121	0.049
Si	7.244	10.997	25.882	0.017	0.077	-0.013
Si	10.784	13.734	23.723	0.005	0.11	-0.136
Si	13.964	5.159	23.669	0.075	-0.008	0.011
Si	18.367	7.842	26.831	0.167	-0.091	-0.042
Si	22.332	7.923	28.632	0.032	0.028	-0.05
Si	15.164	10.378	28.551	-0.067	0.164	-0.04
Si	16.325	11.429	25.751	-0.121	0.07	-0.003
Si	17.693	-0.433	24.382	0.061	0.011	-0.097
Si	22.672	-0.561	24.657	0.045	-0.04	0.007
Si	22.087	6.349	23.744	-0.089	-0.144	-0.165
Si	26.664	7.638	26.328	-0.006	-0.062	0.041
Si	18.891	2.238	23.914	-0.01	0.138	-0.124
Si	24.657	0.156	26.597	-0.034	0.023	0.05
Si	25.458	1.165	30.434	-0.003	0.091	0.064
Si	20.016	3.019	26.624	0.02	-0.026	-0.044
Si	25.262	4.016	25.53	0.088	-0.148	-0.041
Si	24.798	6.711	24.352	-0.012	-0.102	-0.07
Si	35.701	-1.758	27.767	0.096	0.022	0.057
Si	24.376	1.604	24.199	0.008	0.016	-0.02
Si	33.092	11.619	31.157	-0.034	-0.054	0.001
Si	21.325	12.141	26.631	0.182	0.027	0.047
Si	28.293	3.868	24.506	-0.051	0.069	0.013
Si	29.122	5.999	26.312	0.015	0.091	0.007
Si	29.091	8.744	25.177	-0.033	-0.234	-0.01
Si	27.277	10.625	28.291	0.07	-0.081	-0.085
Si	35.989	6.002	24.127	-0.097	-0.09	0.027
Si	37.692	3.499	24.001	-0.026	0.023	-0.13
Si	33.182	5.504	24.23	-0.109	0.073	-0.136
Si	44.85	1.066	26.096	-0.077	0.075	-0.043
Si	29.065	11.475	25.868	-0.029	-0.016	-0.067
Si	40.817	10.731	23.835	0.027	0.156	-0.099
Si	38.103	7.301	26.024	0.112	-0.034	0.017
Si	43.745	3.198	24.118	-0.039	-0.065	-0.059
Si	42.248	12.072	30.402	-0.106	-0.08	0.025
Si	49.047	8.995	26.626	-0.012	-0.084	0.065
Si	44.111	8.232	26.679	-0.095	-0.033	-0.039
Si	42.69	6.135	24.745	-0.048	0.113	-0.035
Si	49.113	13.374	28.186	0.019	-0.033	0.037
Si	52.391	-0.087	26.778	0.044	0.091	-0.22
Si	40.02	3.065	28.5	0.011	0.081	0.023
Si	51.465	5.66	23.903	0.036	0.012	-0.105
Si	43.785	10.187	24.362	0.051	0.067	0.068
Si	48.875	13.536	23.828	-0.059	-0.023	-0.003
Si	55.13	-0.976	27.336	0.055	0.131	0.028
Si	61.728	-0.184	28.528	-0.003	-0.125	0.063
Si	52.776	4.294	26.296	0.073	0.026	-0.084
Si	59.784	10.545	26.395	0.022	-0.144	-0.052
Si	55.619	10.48	24.798	-0.047	-0.036	-0.156
Si	56.715	-1.427	24.899	-0.157	0.043	-0.128
Si	59.087	2.528	24.222	0.061	-0.065	0.019
Si	64.92	3.104	28.823	0.059	0.035	0.12
Si	58.113	12.297	24.771	0.011	-0.062	-0.124
Si	59.909	5.557	24.654	-0.009	0.127	-0.035
Si	61.458	9.399	24.362	0.03	0.001	-0.104
Si	65.802	14.517	24.138	0.005	-0.116	0.09
Si	62.117	9.138	26.976	-0.03	0.002	-0.07
Si	62.729	-1.181	24.322	0.01	-0.002	-0.02
Si	58.184	6.28	27.202	0.02	0.014	-0.011
Si	5.744	8.298	23.578	-0.094	0.007	-0.043
Si	66.483	0.751	25.552	-0.109	0.023	-0.001
Si	64.588	8.298	28.05	0.025	-0.194	0.033
Si	64.629	12.544	28.49	-0.043	0.184	0.057
Si	3.797	0.474	29.757	0.065	-0.062	0.125
Si	6.584	4.494	29.836	0.062	-0.122	0.096
Si	62.088	6.891	28.723	0.155	0.004	-0.013
Si	58.182	13.766	30.485	-0.023	0.135	0.347
Si	65.97	11.949	25.984	-0.11	0.057	-0.178
Si	9.775	11.187	27.143	-0.059	0.043	-0.083
Si	13.662	3.009	31.105	-0.099	0.072	0.127
Si	9.425	4.919	28.584	0.04	0.094	-0.084
Si	12.913	3.743	25.798	0.004	-0.149	-0.043
Si	5.298	12.382	24.572	-0.128	0.152	-0.244
Si	11.086	7.326	28.833	-0.093	-0.036	-0.039
Si	11.126	11.126	31.715	0.047	-0.021	-0.155
Si	16.116	6.138	28.186	-0.108	-0.111	0.076
Si	20.92	5.945	26.671	-0.029	0.1	-0.054
Si	13.779	7.802	27.732	-0.086	0.057	-0.214
Si	12.522	14.029	26.088	0.053	0.058	0.053
Si	16.567	11.071	31.213	-0.103	-0.036	0.153
Si	20.064	-1.515	25.993	0.139	0.082	-0.024
Si	14.875	2.549	24.23	-0.106	0.012	-0.011
Si	14.084	10.855	23.85	-0.049	0.027	-0.085
Si	21.184	10.736	24.069	0.061	0.103	-0.172
Si	19.963	9.912	28.457	0.03	-0.001	0.094
Si	27.097	13.108	24.125	0.022	0.016	0.095
Si	22.201	3.354	30.316	0.057	0.071	-0.025
Si	29.598	1.023	24.049	0.018	0.018	-0.056
Si	19.371	2.297	30.163	-0.015	0.016	0.224
Si	25.616	12.647	29.042	-0.041	0.107	0.084
Si	18.466	9.759	24.654	-0.04	-0.046	-0.062
Si	29.454	-1.669	28.321	-0.097	0.022	0.084
Si	26.637	-1.978	26.897	0.049	0.08	-0.031
Si	37.533	-0.557	25.805	0.07	-0.13	-0.035
Si	22.587	0.435	30.635	-0.09	-0.055	0.052
Si	36.774	7.301	30.013	-0.123	0.127	0.051
Si	28.302	0.138	30.493	0.035	-0.026	0.086
Si	31.283	13.166	24.945	0.059	-0.152	-0.241
Si	30.391	12.37	30.33	0.121	0.108	0.088
Si	42.614	-1.206	26.053	0.046	-0.017	0.034
Si	35.047	9.928	26.804	0.068	0.003	-0.123
Si	33.946	7.582	28.565	0.063	-0.025	0.145
Si	35.43	10.838	24.009	0.108	-0.088	0.026
Si	31.046	-0.508	25.991	0.048	0	-0.09
Si	50.039	1.367	25.968	-0.041	-0.052	-0.145
Si	40.473	5.627	26.824	0.026	0.003	-0.028
Si	37.78	2.287	26.765	-0.07	0.041	-0.048
Si	50.111	10.669	24.364	-0.067	-0.071	-0.097
Si	39.759	9.713	26.313	-0.17	0.031	0.008
Si	46.43	8.889	28.311	0.046	-0.01	-0.088
Si	40.249	-0.397	24.148	-0.139	0.096	-0.07
Si	44.194	-0.496	30.192	0.015	0.063	0.146
Si	47.396	1.342	24.65	0.131	0.147	-0.011
Si	48.81	6.69	24.563	-0.05	-0.006	-0.046
Si	52.839	11.77	24.542	-0.003	-0.007	-0.037
Si	53.26	11.444	28.715	-0.036	-0.145	0.22
Si	48.533	3.807	25.907	-0.044	0.005	0.043
Si	54.237	2.763	23.927	-0.095	0.047	-0.049
Si	52.727	2.254	28.459	0.02	0.105	-0.035
Si	51.767	13.237	26.808	-0.092	-0.111	-0.014
Si	51.62	8.909	28.477	-0.015	-0.048	-0.013
Si	56.484	1.545	25.158	0.016	-0.087	0.079
Si	59.25	0.202	31.369	-0.057	0	0.031
Si	62.516	4.19	24.268	-0.027	0.147	-0.052
Si	58.107	8.892	28.571	0.047	-0.077	0.099
Si	64.103	10.778	23.887	0.168	-0.141	-0.257
Si	62.012	3.882	28.357	-0.011	0.002	0.05
Si	63.578	1.498	24.668	0.1	0.07	-0.133
Si	60.151	1.894	26.952	0.01	0.002	0.009
Si	3.509	2.826	26.183	-0.012	0.054	-0.006
Si	2.965	8.376	23.985	-0.02	-0.228	-0.171
Si	3.941	9.59	29.244	0.024	0.085	-0.054
Si	60.828	13.438	29.226	0.203	0.068	0.055
Si	62.379	13.877	26.92	-0.023	0.123	-0.047
Si	7.686	1.618	25.88	-0.024	0.05	-0.027
Si	5.783	1.899	28.148	-0.014	0.031	-0.008
Si	2.118	4.872	28.243	-0.024	-0.112	-0.053
Si	7.761	8.359	31.202	0.036	-0.086	0.126
Si	66.494	8.609	30.49	0.065	-0.129	0.093
Si	10.785	7.737	23.864	0.1	-0.018	-0.085
Si	4.2	13.983	28.501	-0.17	0.047	-0.026
Si	13.546	12.77	28.717	0.082	0.029	0.098
Si	63.492	1.153	30.541	0.073	0.013	0.027
Si	5.951	7.228	28.93	0.001	0.157	0.069
Si	15.593	5.423	31.11	0.057	-0.064	0.163
Si	11.071	-0.261	27.856	-0.005	-0.031	0.052
Si	12.672	13.693	31.442	0.216	0.012	-0.028
Si	8.895	13.975	28.202	-0.067	-0.129	0.035
Si	13.567	0.7	29.01	0.116	0.002	0.022
Si	9.744	6.755	26.258	0	-0.204	-0.016
Si	9.669	9.887	29.714	-0.026	-0.007	-0.114
Si	17.37	3.266	28.309	0.119	0.072	0.196
Si	17.889	13.926	30.582	0.005	-0.013	0.067
Si	22.758	12.631	29.208	-0.028	0.132	-0.031
Si	15.505	-1.794	25.754	0.004	-0.129	0.172
Si	24.436	13.755	31.167	-0.049	-0.039	0.081
Si	15.677	-1.404	28.768	-0.151	0.047	-0.034
Si	14.942	2.244	27.059	-0.014	0.071	-0.074
Si	19.994	12.081	30.351	0.08	0.079	0.046
Si	24.331	2.665	28.205	-0.049	0.022	0.02
Si	20.595	0.55	28.222	0.028	0.121	0.015
Si	24.118	8.185	30.954	-0.027	0.059	0.1
Si	25.006	8.942	28.285	-0.088	-0.039	0.008
Si	29.063	9.526	30.235	0.07	-0.104	0.152
Si	33.989	0.566	26.477	-0.035	-0.168	-0.023
Si	35.083	3.014	28.016	0.093	-0.089	0.029
Si	29.622	2.966	31.032	0.106	-0.004	0.031
Si	30.645	4.928	28.834	-0.067	0.018	-0.011
Si	34.104	12.461	26.038	-0.03	0.044	-0.028
Si	35.258	-0.303	23.901	0.034	-0.026	0.003
Si	38.166	4.815	30.422	0.025	-0.004	0.008
Si	44.571	13.26	24.66	-0.006	0.07	-0.209
Si	35.558	3.107	31.034	-0.05	-0.023	0.14
Si	37.463	9.329	28.106	0.129	0.044	0.011
Si	33.042	4.998	27.188	0.051	-0.06	-0.088
Si	35.187	13.882	30.843	-0.056	0.062	0.034
Si	41.763	0.947	30.073	-0.133	-0.009	0.018
Si	41.858	-1.787	29.004	-0.04	0.046	0.053
Si	41.58	8.173	28.118	0.052	0.025	0.048
Si	40.997	9.166	30.987	0.014	-0.037	0.143
Si	31.418	7.6	30.241	0.055	-0.043	-0.055
Si	45.061	11.07	30.043	0.077	-0.204	0.243
Si	46.423	0.101	28.262	-0.01	-0.011	-0.064
Si	51.249	-0.442	31.013	0.124	0.062	0.184
Si	47.085	3.723	31.568	0.058	0.081	0.222
Si	47.835	7.175	30.344	-0.007	-0.049	-0.001
Si	47.094	13.946	26.312	-0.033	0.029	-0.079
Si	47.845	11.997	30.515	-0.095	0.021	0.014
Si	49.312	0.169	28.704	-0.007	-0.13	0.133
Si	55.771	1.856	28.091	-0.007	-0.175	0.026
Si	51.259	3.802	30.574	-0.107	0.086	0.098
Si	48.532	4.48	29.059	-0.007	-0.019	0.035
Si	49.57	9.613	30.665	-0.053	0.02	0.001
Si	55.225	13.235	29.536	0.044	-0.014	0.045
Si	52.756	13.347	30.866	-0.042	0.002	0.046
Si	53.607	6.627	28.263	-0.041	0.023	0.112
Si	55.896	8.15	26.902	0.093	-0.061	0.037
Si	60.267	2.982	30.629	-0.184	-0.045	0.108
Si	57.826	9.265	31.69	-0.036	0.043	0.182
Si	53.755	5.66	31.081	0.119	-0.133	0.105
Si	58.1	3.453	28.644	0.073	0.086	0.016
Si	66.624	0.716	28.344	-0.065	-0.004	0.005
Si	65.311	-1.257	30.349	-0.02	-0.136	0.06
Si	2.427	5.757	31.011	0.065	0.004	0.113
Si	62.164	8.377	31.302	0.003	0.124	0.057
Si	62.917	11.367	30.531	-0.125	0.024	0.122
Si	1.268	14.858	5.449	-0.023	0	-0.014
Si	3.987	1.269	5.433	-0.016	0.031	-0.007
Si	1.291	3.954	5.426	0.002	-0.002	-0.006
Si	4.026	6.648	5.443	-0.001	-0.001	-0.017
Si	1.353	9.367	5.418	0.042	0.006	-0.019
Si	4.027	12.079	5.391	0.01	-0.016	-0.011
Si	6.761	14.814	5.453	0.036	-0.024	0.001
Si	9.495	1.258	5.453	0.022	0.018	-0.008
Si	6.721	3.976	5.423	-0.01	0.006	0.006
Si	9.456	6.694	5.493	0.008	0.021	0.003
Si	6.75	9.414	5.47	0.03	0.027	-0.001
Si	9.515	12.148	5.389	0.024	-0.001	-0.02
Si	12.251	14.853	5.445	-0.001	0.009	-0.009
Si	14.978	1.244	5.407	0.015	-0.002	-0.036
Si	12.243	3.937	5.485	0.026	-0.004	0.002
Si	14.968	6.711	5.489	0.009	0.004	-0.008
Si	12.198	9.44	5.491	0.007	0.024	-0.009
Si	14.986	12.188	5.528	0.006	0.003	0.004
Si	17.74	14.942	5.459	0.011	0.015	0.005
Si	20.461	1.375	5.384	-0.008	0.021	-0.02
Si	17.721	3.981	5.474	0.024	0.011	0.007
Si	20.44	6.768	5.494	0.015	-0.004	-0.002
Si	17.738	9.421	5.511	0.013	0.002	0.016
Si	20.497	12.209	5.47	-0.006	0.001	0.005
Si	23.212	14.965	5.401	0.012	-0.018	-0.007
Si	25.908	1.414	5.373	-0.022	0.003	-0.013
Si	23.173	4.081	5.349	0.018	-0.003	-0.015
Si	25.887	6.862	5.376	-0.035	-0.01	0.007
Si	23.235	9.499	5.466	0.01	-0.017	0.01
Si	25.945	12.295	5.41	-0.008	-0.017	0.012
Si	28.637	15.053	5.352	-0.005	-0.015	-0.012
Si	31.338	1.458	5.428	-0.009	0.006	0.01
Si	28.667	4.188	5.417	0.016	-0.01	0.01
Si	31.372	6.902	5.385	-0.012	-0.003	-0.007
Si	28.647	9.598	5.378	-0.014	-0.018	-0.011
Si	31.337	12.368	5.358	-0.012	-0.008	-0.007
Si	34.046	15.064	5.415	-0.02	-0.028	-0.002
Si	36.757	1.481	5.428	-0.015	-0.002	-0.005
Si	34.073	4.196	5.439	-0.021	-0.015	0.006
Si	36.794	6.962	5.399	-0.027	-0.01	-0.014
Si	34.107	9.632	5.362	-0.001	-0.012	-0.011
Si	36.779	12.338	5.393	0.008	-0.011	-0.004
Si	39.465	15.071	5.435	-0.002	0.003	-0.011
Si	42.155	1.476	5.466	0.003	0	-0.014
Si	39.46	4.239	5.441	-0.006	0.004	0.002
Si	42.151	6.913	5.428	0.012	0.018	-0.008
Si	39.453	9.65	5.367	-0.02	0.002	-0.014
Si	42.152	12.354	5.424	-0.013	0.006	-0.014
Si	44.835	15.016	5.476	-0.01	0.009	-0.029
Si	47.526	1.395	5.617	-0.015	0.012	0.003
Si	44.836	4.175	5.479	0.01	0.025	-0.004
Si	47.566	6.865	5.524	0.005	0	-0.003
Si	44.873	9.613	5.473	0.002	0.022	-0.004
Si	47.579	12.263	5.493	0.025	0.011	-0.015
Si	50.279	14.965	5.64	0.013	0.014	0.009
Si	52.983	1.408	5.661	-0.005	0.006	0.01
Si	50.26	4.145	5.635	-0.018	-0.013	-0.016
Si	52.915	6.878	5.592	-0.027	-0.012	-0.011
Si	50.267	9.496	5.516	-0.004	-0.012	-0.017
Si	52.998	12.204	5.683	0.014	0.004	0.009
Si	55.723	14.965	5.687	-0.001	-0.008	-0.011
Si	58.451	1.322	5.623	0	-0.028	-0.012
Si	55.663	4.122	5.636	-0.02	-0.005	-0.023
Si	58.437	6.748	5.577	0.008	0.001	-0.021
Si	55.724	9.538	5.587	0.017	0.003	-0.023
Si	58.437	12.185	5.583	-0.004	0.014	-0.02
Si	61.137	14.885	5.531	-0.009	-0.015	-0.014
Si	63.892	1.28	5.449	0.009	0.019	-0.012
Si	61.195	4.022	5.475	-0.009	-0.021	-0.026
Si	63.903	6.669	5.418	0.022	-0.004	-0.036
Si	61.151	9.447	5.56	0.012	-0.011	-0.003
Si	63.814	12.175	5.507	-0.016	-0.014	-0.001
Si	2.651	-0.101	6.794	0	0.002	-0.003
Si	5.38	2.612	6.785	-0.005	-0.005	-0.005
Si	2.665	5.307	6.795	0.016	-0.009	0
Si	5.384	8.04	6.794	-0.01	0.003	-0.007
Si	2.693	10.742	6.786	-0.001	-0.009	-0.005
Si	5.389	13.45	6.771	0.007	0.007	-0.005
Si	8.133	-0.118	6.787	-0.01	-0.011	-0.006
Si	10.859	2.606	6.821	-0.011	-0.004	0.005
Si	8.086	5.327	6.805	-0.008	0.014	-0.004
Si	10.837	8.07	6.822	-0.025	0.015	-0.004
Si	8.149	10.796	6.77	-0.019	-0.013	-0.016
Si	10.87	13.498	6.778	0.004	-0.017	-0.009
Si	13.62	-0.095	6.785	-0.007	-0.009	-0.009
Si	16.328	2.624	6.784	-0.002	0.016	-0.008
Si	13.604	5.335	6.813	0.002	-0.015	-0.005
Si	16.344	8.077	6.835	0.002	-0.01	-0.01
Si	13.597	10.804	6.822	-0.002	0	-0.009
Si	16.375	13.573	6.819	-0.016	0.004	-0.008
Si	19.109	0.01	6.77	-0.031	0.001	-0.009
Si	21.829	2.731	6.749	0.017	-0.01	-0.012
Si	19.084	5.376	6.813	-0.007	-0.012	-0.003
Si	21.838	8.145	6.803	-0.003	0.002	-0.006
Si	19.109	10.843	6.806	-0.014	-0.001	-0.014
Si	21.862	13.603	6.784	-0.003	-0.008	-0.002
Si	24.562	0.036	6.748	0.005	0.008	0.004
Si	27.277	2.785	6.736	0.008	-0.005	-0.005
Si	24.533	5.464	6.726	-0.009	0.003	-0.016
Si	27.262	8.23	6.736	-0.007	0.026	-0.01
Si	24.582	10.918	6.776	-0.009	0.015	-0.006
Si	27.296	13.677	6.748	-0.008	-0.001	-0.007
Si	29.964	0.084	6.764	0.014	0.009	0.001
Si	32.692	2.826	6.788	0.004	0.007	-0.004
Si	30.01	5.546	6.778	-0.011	0.014	0.003
Si	32.721	8.274	6.741	0.002	0.015	-0.006
Si	29.989	10.98	6.736	0.001	0.011	0
Si	32.677	13.698	6.768	0.008	0	0.006
Si	35.387	0.111	6.786	0.009	0.01	-0.005
Si	38.101	2.846	6.793	0.007	0.008	-0.007
Si	35.43	5.573	6.773	0.026	-0.007	-0.009
Si	38.111	8.309	6.788	-0.007	0.003	0.003
Si	35.423	10.976	6.772	0.026	-0.016	0.004
Si	38.097	13.703	6.788	-0.01	0.004	0.001
Si	40.798	0.104	6.822	0.003	-0.003	-0.001
Si	43.506	2.802	6.855	0.013	-0.028	-0.012
Si	40.807	5.566	6.825	-0.014	-0.004	0
Si	43.504	8.248	6.821	0.018	-0.005	0.009
Si	40.798	10.976	6.779	0.028	-0.008	0.003
Si	43.483	13.676	6.845	0.001	-0.001	0.004
Si	46.162	0.023	6.914	0.008	0.012	-0.002
Si	48.892	2.767	6.956	-0.006	0.003	-0.003
Si	46.195	5.507	6.869	0.002	-0.003	0
Si	48.914	8.19	6.916	-0.002	-0.008	-0.002
Si	46.216	10.937	6.875	0.001	-0.02	-0.004
Si	48.903	13.592	6.932	0.01	-0.014	-0.005
Si	51.625	0.023	6.985	-0.005	-0.002	-0.01
Si	54.351	2.743	7.005	0.003	-0.01	-0.006
Si	51.627	5.485	6.978	0.001	-0.004	0
Si	54.338	8.188	6.931	-0.03	0.012	-0.012
Si	51.603	10.834	6.949	0.015	-0.004	-0.005
Si	54.358	13.588	7.006	-0.004	-0.005	-0.009
Si	57.104	-0.015	7.004	-0.001	-0.007	0.001
Si	59.853	2.687	6.897	0.008	-0.009	-0.002
Si	57.077	5.429	6.961	-0.003	0.001	-0.001
Si	59.787	8.113	6.921	-0.012	0.019	0.001
Si	57.081	10.859	6.962	-0.001	-0.012	0.001
Si	59.809	13.537	6.92	0.011	-0.008	-0.002
Si	62.527	-0.059	6.837	-0.003	0.011	-0.012
Si	65.243	2.62	6.825	-0.002	-0.004	0.006
Si	62.555	5.361	6.838	0.004	-0.016	0
Si	65.254	8.04	6.788	-0.017	0.004	-0.005
Si	62.522	10.798	6.894	-0.006	0.004	0.011
Si	65.206	13.524	6.835	-0.027	0.019	0.005
Si	1.329	1.265	8.176	0	0.009	0.004
Si	4.046	3.977	8.156	0.004	-0.001	0.01
Si	1.333	6.692	8.158	-0.001	0.002	-0.001
Si	4.055	9.413	8.16	0.008	0.017	0.014
Si	1.331	12.135	8.134	-0.006	-0.015	-0.02
Si	4.047	14.85	8.118	-0.005	-0.005	-0.015
Si	6.768	1.257	8.126	0.006	-0.001	-0.011
Si	9.489	3.987	8.142	0.002	-0.005	-0.005
Si	6.758	6.707	8.159	0.016	-0.012	0.007
Si	9.492	9.446	8.154	0.021	-0.004	0.006
Si	6.784	12.138	8.135	0.005	0.018	0.004
Si	9.517	14.864	8.137	0.006	0.015	-0.003
Si	12.254	1.264	8.144	0.006	0.013	0.001
Si	14.986	3.996	8.149	-0.004	0.012	0
Si	12.235	6.715	8.143	0.014	0.003	-0.01
Si	14.981	9.46	8.161	0.011	0.011	0.004
Si	12.235	12.166	8.156	-0.006	-0.006	0.003
Si	14.991	14.906	8.161	0.018	0.004	0.011
Si	17.725	1.32	8.145	0.007	-0.016	0.012
Si	20.475	4.057	8.151	-0.003	0.016	0.015
Si	17.724	6.736	8.17	-0.012	-0.01	0.008
Si	20.479	9.505	8.158	0.022	0.015	0.009
Si	17.742	12.207	8.151	0.006	0	0.002
Si	20.475	14.964	8.12	0.011	-0.003	-0.005
Si	23.191	1.379	8.115	-0.011	-0.004	0.002
Si	25.902	4.125	8.106	-0.013	-0.01	-0.001
Si	23.197	6.795	8.145	-0.019	-0.004	0.018
Si	25.923	9.564	8.14	0.003	0.005	0.011
Si	23.213	12.257	8.147	0.008	0.004	0.017
Si	25.919	15.011	8.123	0.003	-0.004	0.007
Si	28.605	1.429	8.136	-0.014	-0.015	0.01
Si	31.325	4.166	8.159	-0.005	-0.017	0.007
Si	28.611	6.879	8.125	0.006	-0.022	0.002
Si	31.332	9.61	8.113	-0.001	-0.004	-0.01
Si	28.626	12.31	8.127	-0.003	0.008	0.008
Si	31.313	15.044	8.141	-0.01	-0.009	0.006
Si	34.025	1.455	8.161	0.001	0.004	0.005
Si	36.739	4.192	8.163	-0.009	0.001	0.006
Si	34.037	6.9	8.139	-0.005	-0.004	0.004
Si	36.736	9.621	8.174	-0.006	0.005	0.01
Si	34.024	12.32	8.13	-0.016	-0.009	-0.013
Si	36.72	15.048	8.154	-0.004	-0.009	0.002
Si	39.424	1.457	8.17	-0.015	-0.009	-0.003
Si	42.135	4.17	8.195	-0.006	0.016	0.003
Si	39.436	6.919	8.173	0.009	0.004	0.005
Si	42.135	9.608	8.175	-0.017	-0.002	-0.011
Si	39.436	12.327	8.16	-0.009	-0.005	-0.001
Si	42.134	15.048	8.201	0.021	0.02	-0.002
Si	44.827	1.423	8.245	0.003	-0.003	0.001
Si	47.527	4.141	8.272	-0.011	-0.019	0.001
Si	44.841	6.88	8.213	0.012	0.004	-0.009
Si	47.559	9.571	8.253	0.017	0.021	0.003
Si	44.841	12.305	8.216	0.006	0.002	-0.011
Si	47.542	14.984	8.264	-0.009	-0.006	-0.013
Si	50.259	1.399	8.31	0.016	0.014	-0.007
Si	52.987	4.113	8.329	0.018	0.014	-0.002
Si	50.256	6.836	8.306	-0.003	-0.003	0.008
Si	52.99	9.519	8.313	0.005	0.007	0.005
Si	50.264	12.233	8.289	-0.032	-0.016	0
Si	52.988	14.964	8.327	-0.002	-0.001	-0.005
Si	55.724	1.354	8.324	-0.013	0.007	-0.005
Si	58.465	4.035	8.257	-0.017	-0.015	-0.016
Si	55.706	6.807	8.283	0.019	0.006	-0.016
Si	58.442	9.475	8.287	-0.003	-0.004	0.005
Si	55.733	12.222	8.326	0.017	0.015	0.002
Si	58.472	14.907	8.297	-0.004	0.019	0.003
Si	61.197	1.299	8.233	0.002	0.015	0
Si	63.901	3.991	8.193	-0.014	-0.016	0.008
Si	61.191	6.729	8.211	0.006	0.015	-0.018
Si	63.92	9.416	8.181	0.007	0.012	-0.016
Si	61.172	12.165	8.253	-0.002	-0.013	0.006
Si	63.881	14.897	8.201	0.014	-0.005	0.005
Si	65.261	-0.082	9.547	-0.008	0.012	0.003
Si	2.704	2.621	9.52	0.008	-0.014	0.001
Si	65.267	5.351	9.539	-0.005	0.007	0.004
Si	2.697	8.06	9.514	-0.002	0.006	0.001
Si	65.279	10.787	9.525	-0.005	-0.013	0.009
Si	2.703	13.497	9.49	-0.006	0.008	0.001
Si	5.418	-0.108	9.478	0.007	-0.003	0.003
Si	8.137	2.621	9.484	0.003	0.006	0.001
Si	5.412	5.343	9.508	-0.01	0.009	-0.004
Si	8.139	8.076	9.495	-0.012	0.021	-0.002
Si	5.433	10.781	9.496	0.009	-0.02	-0.002
Si	8.149	13.509	9.485	-0.007	-0.003	0.002
Si	10.885	-0.09	9.488	0.008	-0.02	0.005
Si	13.611	2.645	9.489	-0.002	-0.003	0.003
Si	10.863	5.358	9.483	-0.018	0.006	0.001
Si	13.604	8.091	9.486	0	-0.014	-0.005
Si	10.872	10.804	9.497	-0.003	0.004	-0.004
Si	13.618	13.535	9.489	-0.007	0.007	-0.004
Si	16.36	-0.041	9.496	-0.01	0	0.007
Si	19.091	2.697	9.488	-0.005	0.006	0
Si	16.344	5.377	9.496	0.004	-0.015	0.004
Si	19.096	8.136	9.492	-0.004	0.001	-0.015
Si	16.359	10.842	9.487	-0.009	0.009	-0.001
Si	19.111	13.594	9.477	-0.009	0.002	-0.005
Si	21.832	0.012	9.479	0	0.009	0.003
Si	24.544	2.756	9.48	-0.001	0.002	-0.002
Si	21.823	5.444	9.502	0.011	-0.018	-0.001
Si	24.551	8.191	9.491	0	-0.006	-0.013
Si	21.838	10.89	9.496	-0.02	0.004	-0.004
Si	24.563	13.641	9.493	0.004	-0.003	0
Si	27.252	0.058	9.506	0.002	0.008	0
Si	29.954	2.791	9.513	0.006	0.015	-0.001
Si	27.25	5.495	9.484	-0.008	0.006	-0.003
Si	29.963	8.245	9.49	-0.015	0.019	-0.001
Si	27.265	10.942	9.499	-0.011	-0.008	0.002
Si	29.954	13.675	9.509	0.008	-0.01	0.002
Si	32.653	0.086	9.519	0.004	0.007	0.003
Si	35.37	2.822	9.525	0.005	0.003	-0.003
Si	32.673	5.533	9.518	0.004	-0.001	-0.003
Si	35.366	8.251	9.532	0.01	0.004	0.009
Si	32.66	10.963	9.507	0.011	0.003	0.002
Si	35.352	13.685	9.517	0.003	0.002	-0.005
Si	38.063	0.089	9.53	0.004	0.012	-0.003
Si	40.774	2.802	9.551	0.003	-0.015	-0.003
Si	38.081	5.543	9.539	0.005	-0.002	-0.001
Si	40.784	8.255	9.557	0.004	0.001	0.002
Si	38.076	10.977	9.544	-0.004	-0.011	0.011
Si	40.774	13.678	9.55	-0.001	-0.005	-0.001
Si	43.474	0.065	9.597	-0.005	0.006	0.012
Si	46.188	2.763	9.619	0.003	0.001	0.001
Si	43.491	5.511	9.573	0.024	-0.003	0.001
Si	46.2	8.211	9.602	0.003	-0.001	0.005
Si	43.484	10.944	9.571	0.003	-0.01	0.007
Si	46.186	13.639	9.619	0.007	0.002	0.011
Si	48.902	0.017	9.638	-0.002	0.007	-0.001
Si	51.632	2.74	9.67	-0.007	-0.009	0
Si	48.902	5.471	9.646	0.005	0.01	0.001
Si	51.636	8.166	9.667	0.009	-0.015	0.001
Si	48.909	10.899	9.65	0.007	0.003	0.005
Si	51.626	13.591	9.655	0.005	-0.001	-0.003
Si	54.364	-0.009	9.672	0.004	-0.004	0.003
Si	57.114	2.697	9.645	0.013	-0.01	0.013
Si	54.371	5.45	9.662	-0.007	-0.027	0.002
Si	57.079	8.134	9.645	-0.017	0.024	0.004
Si	54.36	10.867	9.666	-0.009	0.004	0.006
Si	57.106	13.569	9.664	0.002	-0.011	0.009
Si	59.844	-0.049	9.613	0.011	-0.008	0.007
Si	62.558	2.651	9.579	0.008	-0.002	0.01
Si	59.833	5.391	9.595	0.001	-0.006	0
Si	62.554	8.084	9.56	0.004	0	0.005
Si	59.818	10.825	9.624	-0.003	0.012	0.011
Si	62.546	13.533	9.576	-0.011	0.008	0.005
Si	1.367	14.867	10.865	-0.01	0.008	-0.003
Si	4.086	1.262	10.851	-0.015	0.015	0.002
Si	1.361	3.992	10.88	0.003	0.005	0
Si	4.073	6.716	10.866	0.008	-0.004	0.009
Si	1.366	9.437	10.884	0.001	0.004	0.002
Si	4.085	12.155	10.849	0.016	0.004	-0.007
Si	6.798	14.875	10.839	0.002	0.011	-0.001
Si	9.521	1.278	10.832	0.006	0.004	-0.003
Si	6.802	3.997	10.845	0.004	-0.01	0.001
Si	9.521	6.73	10.841	0.011	-0.001	-0.004
Si	6.803	9.442	10.856	0.002	-0.005	0.013
Si	9.521	12.168	10.847	0.005	-0.003	0.004
Si	12.262	14.893	10.842	0.007	-0.008	0.003
Si	14.991	1.315	10.843	0.002	0.009	0.01
Si	12.24	4.009	10.828	0.014	0.006	-0.005
Si	14.978	6.749	10.832	-0.005	0.006	0.004
Si	12.247	9.453	10.84	-0.008	0.014	0.007
Si	14.992	12.193	10.841	0.001	-0.003	0.011
Si	17.733	14.93	10.839	0.003	-0.008	0.007
Si	20.459	1.352	10.843	-0.005	-0.011	0
Si	17.723	4.048	10.845	0.004	0.012	0.011
Si	20.459	6.803	10.861	0.006	-0.008	0.013
Si	17.731	9.499	10.839	0.007	-0.007	0.006
Si	20.47	12.248	10.843	0.014	-0.003	0.005
Si	23.189	14.988	10.853	-0.001	-0.007	-0.004
Si	25.887	1.406	10.873	-0.002	-0.009	0.009
Si	23.182	4.098	10.861	-0.01	0.008	0.004
Si	25.894	6.841	10.868	-0.004	0.004	0.006
Si	23.191	9.544	10.864	0.002	0.002	0.008
Si	25.9	12.286	10.875	-0.002	0.01	0.002
Si	28.588	15.015	10.89	-0.002	-0.004	0.006
Si	31.285	1.422	10.9	0.002	-0.009	0.004
Si	28.586	4.14	10.879	-0.007	-0.024	0.004
Si	31.29	6.875	10.881	0.001	-0.011	-0.008
Si	28.598	9.581	10.877	0.007	0.013	0.002
Si	31.288	12.307	10.883	-0.004	0.005	-0.001
Si	33.985	15.032	10.894	-0.005	-0.013	0.004
Si	36.699	1.441	10.896	-0.006	-0.004	-0.001
Si	33.996	4.155	10.901	0.005	-0.005	0.003
Si	36.703	6.878	10.908	-0.007	-0.012	-0.002
Si	33.984	9.595	10.896	-0.005	-0.013	0.002
Si	36.688	12.321	10.899	0.003	0.008	-0.004
Si	39.405	15.038	10.904	-0.007	-0.006	-0.002
Si	42.11	1.433	10.934	0	0	-0.002
Si	39.412	4.157	10.91	0.002	0.008	-0.007
Si	42.132	6.877	10.924	-0.018	0.002	-0.002
Si	39.412	9.602	10.919	0.001	0.012	-0.001
Si	42.122	12.311	10.926	0.004	0.007	-0.007
Si	44.831	15.019	10.964	0.007	0.002	-0.005
Si	47.548	1.396	10.983	0.002	0.011	-0.001
Si	44.832	4.14	10.955	-0.003	-0.004	0.003
Si	47.553	6.85	10.983	0.001	-0.013	-0.004
Si	44.839	9.58	10.946	0.008	0.003	-0.006
Si	47.553	12.283	10.984	-0.001	-0.015	-0.008
Si	50.27	14.973	10.997	-0.004	0	-0.012
Si	53	1.361	11.012	-0.001	0.013	-0.003
Si	50.269	4.108	11.008	-0.011	0.004	-0.001
Si	53.007	6.804	11.015	-0.005	0.017	-0.001
Si	50.281	9.543	11.005	0.004	0.009	-0.007
Si	53.002	12.238	11.01	0.002	0.01	0
Si	55.739	14.938	11.005	-0.006	0.007	0
Si	58.477	1.308	10.972	-0.006	-0.003	-0.006
Si	55.745	4.065	10.985	0.004	0.016	-0.015
Si	58.463	6.749	10.955	-0.004	0.003	-0.015
Si	55.729	9.497	11.006	0.005	-0.008	-0.001
Si	58.469	12.188	10.991	0.006	-0.006	0.001
Si	61.199	14.889	10.949	0.006	0.006	0.003
Si	63.922	1.281	10.917	0	0.006	0.006
Si	61.195	4.015	10.935	0	-0.011	-0.012
Si	63.92	6.722	10.904	-0.008	0.002	-0.007
Si	61.202	9.448	10.933	-0.001	0.002	-0.002
Si	63.928	12.155	10.892	0.011	-0.001	-0.011
Si	2.743	-0.098	12.214	0.009	-0.013	0.003
Si	5.453	2.635	12.195	0.012	-0.002	-0.002
Si	2.726	5.358	12.224	-0.003	-0.004	-0.002
Si	5.455	8.078	12.205	0.004	0.016	-0.01
Si	2.749	10.798	12.225	0	-0.002	0.001
Si	5.456	13.513	12.206	-0.006	-0.006	-0.005
Si	8.166	-0.079	12.188	-0.004	-0.014	-0.003
Si	10.885	2.647	12.182	-0.017	-0.004	0.005
Si	8.172	5.365	12.193	0.003	0.023	-0.003
Si	10.879	8.102	12.195	0.004	-0.016	-0.001
Si	8.172	10.807	12.205	0	0	-0.002
Si	10.899	13.532	12.185	0.005	0.007	-0.003
Si	13.627	-0.053	12.184	-0.006	0.003	-0.005
Si	16.348	2.692	12.188	0	-0.008	-0.001
Si	13.596	5.394	12.166	-0.005	-0.006	-0.005
Si	16.35	8.129	12.166	-0.006	0.002	-0.009
Si	13.622	10.821	12.176	-0.006	-0.006	-0.008
Si	16.361	13.567	12.184	-0.001	0.006	-0.003
Si	19.09	-0.013	12.186	0.002	0.007	-0.006
Si	21.807	2.731	12.202	0.002	0.006	-0.007
Si	19.072	5.435	12.189	-0.015	-0.018	-0.007
Si	21.817	8.186	12.215	-0.003	0.016	-0.011
Si	19.092	10.885	12.183	0.005	0.016	-0.011
Si	21.826	13.616	12.203	-0.005	0.002	-0.007
Si	24.529	0.033	12.234	-0.005	0.004	0.004
Si	27.235	2.767	12.253	-0.004	0.022	-0.003
Si	24.524	5.48	12.227	-0.007	-0.012	-0.005
Si	27.231	8.218	12.243	-0.007	-0.011	-0.005
Si	24.529	10.926	12.234	0.004	-0.001	-0.006
Si	27.232	13.648	12.263	-0.005	-0.004	-0.004
Si	29.927	0.053	12.276	-0.001	0	0
Si	32.628	2.789	12.27	0.005	0.009	-0.003
Si	29.924	5.513	12.255	0.008	0.01	-0.003
Si	32.617	8.234	12.272	-0.004	0.004	0.001
Si	29.925	10.948	12.259	0.001	-0.001	-0.005
Si	32.613	13.674	12.265	0	-0.01	-0.003
Si	35.33	0.082	12.26	0.017	0.017	-0.011
Si	38.049	2.79	12.273	-0.001	-0.003	-0.008
Si	35.343	5.508	12.276	0.002	0.008	-0.002
Si	38.049	8.234	12.28	0	-0.006	0.006
Si	35.319	10.961	12.268	0.001	0.004	0.002
Si	38.033	13.686	12.264	0	-0.002	-0.009
Si	40.754	0.065	12.287	0	0.003	-0.005
Si	43.473	2.776	12.305	-0.002	-0.002	-0.006
Si	40.776	5.502	12.273	0.003	-0.009	-0.008
Si	43.49	8.215	12.307	0.012	-0.003	0.002
Si	40.764	10.953	12.291	-0.008	-0.01	0.004
Si	43.469	13.659	12.314	-0.003	-0.003	0.004
Si	46.193	0.041	12.343	0.001	0.001	0.004
Si	48.915	2.74	12.353	0.008	-0.014	-0.002
Si	46.203	5.477	12.326	0.006	0.005	-0.007
Si	48.926	8.187	12.354	0.011	0.001	0.007
Si	46.194	10.925	12.327	0.007	0.007	0.001
Si	48.917	13.623	12.361	-0.003	0.005	0.003
Si	51.641	-0.003	12.363	-0.006	-0.018	0.002
Si	54.394	2.702	12.345	-0.002	-0.002	-0.003
Si	51.652	5.446	12.366	0.011	-0.01	0.003
Si	54.377	8.146	12.372	-0.005	0.003	0.006
Si	51.65	10.882	12.371	-0.013	-0.015	-0.001
Si	54.376	13.584	12.36	-0.002	-0.012	0.001
Si	57.122	-0.04	12.346	0.009	0.005	0.01
Si	59.844	2.663	12.31	0.008	0.008	0.004
Si	57.109	5.408	12.336	0.001	-0.026	0.006
Si	59.833	8.101	12.295	-0.001	-0.001	0
Si	57.106	10.842	12.351	0	0.015	0.006
Si	59.846	13.541	12.324	0.002	0.009	0.001
Si	62.57	-0.075	12.282	0.004	-0.006	-0.003
Si	65.303	2.632	12.251	-0.01	0.006	0.001
Si	62.567	5.37	12.273	0.006	0.004	-0.005
Si	65.284	8.09	12.248	-0.008	-0.015	-0.001
Si	62.572	10.813	12.269	0.003	0.004	-0.005
Si	65.305	13.509	12.232	-0.008	-0.014	-0.005
Si	1.408	1.269	13.58	0.005	0.007	-0.001
Si	4.118	4.01	13.553	-0.01	0.001	-0.008
Si	1.379	6.728	13.58	-0.003	0.014	0
Si	4.134	9.451	13.571	0.02	-0.029	0.004
Si	1.408	12.17	13.587	-0.012	0.015	0.001
Si	4.116	14.876	13.573	-0.005	0.021	-0.003
Si	6.821	1.288	13.55	0.005	0.016	-0.005
Si	9.542	4.016	13.544	0.014	-0.012	0.003
Si	6.834	6.738	13.554	-0.002	-0.021	0.004
Si	9.531	9.457	13.568	-0.01	0.033	0.011
Si	6.837	12.176	13.566	-0.004	-0.002	0.002
Si	9.547	14.896	13.534	0.005	0.003	-0.003
Si	12.256	1.298	13.532	0.029	-0.006	0.006
Si	14.967	4.061	13.514	-0.017	0.02	-0.01
Si	12.251	6.751	13.536	-0.009	0.008	0.006
Si	14.991	9.476	13.527	0.006	-0.007	0.002
Si	12.266	12.175	13.531	-0.001	-0.001	0
Si	15.003	14.929	13.534	0.001	-0.005	0.007
Si	17.718	1.341	13.533	-0.002	-0.003	0.006
Si	20.426	4.085	13.544	0.009	0.011	0.004
Si	17.703	6.794	13.536	0.008	0.003	0.008
Si	20.456	9.561	13.56	0.006	-0.011	0.007
Si	17.72	12.222	13.548	0.008	-0.013	0.008
Si	20.446	14.957	13.548	0.015	-0.008	-0.005
Si	23.156	1.39	13.581	-0.018	0.005	-0.001
Si	25.869	4.13	13.607	0.007	-0.013	0.001
Si	23.167	6.843	13.592	0.009	-0.023	0.015
Si	25.873	9.58	13.613	-0.014	0.003	-0.009
Si	23.169	12.284	13.604	-0.015	0.003	0.01
Si	25.86	14.991	13.631	0.006	-0.003	-0.003
Si	28.56	1.395	13.65	0.007	-0.012	0
Si	31.251	4.135	13.635	-0.002	-0.005	0
Si	28.563	6.865	13.636	-0.013	0.004	0.001
Si	31.238	9.58	13.647	0.001	0.008	-0.004
Si	28.57	12.29	13.65	0.011	-0.002	-0.01
Si	31.253	15.003	13.671	0.007	-0.014	0.008
Si	33.959	1.41	13.647	-0.002	-0.01	0.001
Si	36.675	4.123	13.646	0.014	-0.001	-0.003
Si	33.962	6.855	13.632	0.005	-0.02	-0.007
Si	36.664	9.59	13.63	-0.008	-0.004	0.003
Si	33.934	12.301	13.639	-0.009	0.013	0
Si	36.672	15.041	13.632	-0.006	-0.012	-0.002
Si	39.395	1.423	13.645	0.002	-0.011	-0.005
Si	42.12	4.142	13.656	-0.006	0.011	-0.001
Si	39.407	6.845	13.624	0.01	-0.009	-0.008
Si	42.127	9.586	13.65	-0.009	0.016	-0.003
Si	39.383	12.322	13.626	-0.014	0.028	-0.003
Si	42.107	15.029	13.664	0.003	-0.011	-0.006
Si	44.824	1.415	13.679	-0.006	0.019	-0.01
Si	47.559	4.115	13.698	-0.006	0.009	-0.001
Si	44.849	6.842	13.673	0.012	-0.018	-0.002
Si	47.563	9.567	13.685	-0.007	0.012	-0.012
Si	44.837	12.299	13.672	0.01	-0.013	-0.014
Si	47.56	14.999	13.708	0.015	-0.008	0.001
Si	50.281	1.374	13.707	-0.016	0.034	0.002
Si	53.04	4.072	13.693	-0.003	-0.009	-0.014
Si	50.302	6.828	13.71	-0.004	-0.005	-0.002
Si	53.023	9.518	13.723	0	0.016	-0.002
Si	50.291	12.256	13.713	0.018	-0.002	-0.007
Si	53.017	14.95	13.713	-0.002	0.016	-0.004
Si	55.76	1.329	13.693	0.002	0.003	-0.009
Si	58.471	4.02	13.66	-0.013	0.005	-0.008
Si	55.754	6.77	13.704	-0.005	0.008	-0.003
Si	58.48	9.457	13.67	0.001	-0.008	-0.012
Si	55.745	12.211	13.702	-0.012	0	-0.006
Si	58.482	14.894	13.685	0.012	-0.011	0.004
Si	61.207	1.279	13.642	-0.001	0.001	-0.001
Si	63.944	3.996	13.598	-0.008	0.007	-0.001
Si	61.201	6.73	13.626	0	-0.004	-0.008
Si	63.941	9.46	13.617	-0.001	0.008	0
Si	61.22	12.162	13.647	0.018	-0.011	0.004
Si	63.951	14.864	13.591	0	0.01	-0.009
Si	65.341	-0.117	14.919	-0.01	0.001	0.004
Si	2.796	2.633	14.909	-0.011	0.009	0.002
Si	65.314	5.356	14.933	-0.012	-0.016	0.008
Si	2.771	8.087	14.904	-0.018	-0.004	0.006
Si	65.336	10.821	14.948	-0.008	-0.004	0.004
Si	2.784	13.516	14.952	0.021	-0.003	-0.001
Si	5.488	-0.079	14.917	-0.018	-0.028	0.004
Si	8.179	2.66	14.894	0	0.007	0.005
Si	5.48	5.382	14.902	0.018	0.015	0
Si	8.171	8.102	14.936	-0.007	-0.029	0.006
Si	5.511	10.804	14.933	-0.002	0.018	0.004
Si	8.22	13.537	14.907	-0.004	0.008	0.003
Si	10.899	-0.063	14.891	-0.016	-0.008	0.015
Si	13.611	2.692	14.854	-0.003	-0.003	0.006
Si	10.894	5.396	14.895	0.004	-0.005	0.008
Si	13.631	8.111	14.875	0.003	0.013	-0.004
Si	10.912	10.823	14.9	0.008	-0.011	0.006
Si	13.639	13.548	14.856	-0.006	0.008	-0.007
Si	16.364	-0.019	14.887	-0.004	0.008	0.009
Si	19.052	2.724	14.888	0	-0.002	0.001
Si	16.302	5.444	14.868	-0.004	-0.008	0.006
Si	19.064	8.191	14.862	-0.008	-0.005	-0.007
Si	16.346	10.845	14.879	-0.015	-0.008	-0.004
Si	19.078	13.6	14.898	0.001	0.003	-0.001
Si	21.782	0.013	14.907	-0.007	-0.005	0.005
Si	24.509	2.755	14.95	0.001	0.013	0.006
Si	21.763	5.47	14.896	-0.02	-0.016	0.01
Si	24.504	8.23	14.971	0.011	0.018	-0.001
Si	21.791	10.934	14.955	-0.002	0.01	0.004
Si	24.5	13.639	15.014	0.005	0.001	0.007
Si	27.206	0.013	15.022	-0.009	-0.002	-0.003
Si	29.899	2.77	15.02	0.001	0.006	0.003
Si	27.193	5.505	14.996	-0.011	-0.008	0.007
Si	29.869	8.241	15.04	0.01	-0.009	0.003
Si	27.204	10.935	15.015	-0.014	-0.002	-0.006
Si	29.896	13.635	15.062	-0.009	-0.009	0.003
Si	32.596	0.056	15.035	0.02	0.012	-0.006
Si	35.308	2.761	15.022	-0.006	0.006	-0.001
Si	32.597	5.496	15.003	0.015	0.006	0.001
Si	35.296	8.228	14.995	0.001	0.012	0.01
Si	32.561	10.948	15.024	-0.006	0.01	0.002
Si	35.273	13.695	14.973	0.019	0.009	-0.005
Si	38.032	0.067	15.01	0.002	0.011	0.001
Si	40.764	2.771	15.006	-0.009	0.001	-0.003
Si	38.057	5.471	14.987	0.008	-0.001	0.008
Si	40.78	8.187	14.977	-0.013	-0.014	0.005
Si	38.016	10.965	14.977	0.014	0.002	0.015
Si	40.724	13.676	15.007	-0.006	-0.007	0.001
Si	43.468	0.059	15.041	0.004	-0.007	-0.005
Si	46.181	2.765	15.049	0.003	-0.019	0
Si	43.502	5.467	15.028	-0.004	0	0.003
Si	46.21	8.203	15.027	0.004	-0.007	-0.003
Si	43.477	10.947	15.025	0.009	0.005	0.014
Si	46.188	13.646	15.055	-0.015	-0.005	0.013
Si	48.92	0.031	15.079	0	-0.004	0.017
Si	51.689	2.711	15.039	0.007	-0.001	-0.002
Si	48.942	5.464	15.048	0.006	-0.012	0.008
Si	51.681	8.159	15.087	-0.001	0.017	0.012
Si	48.922	10.909	15.063	-0.004	-0.016	0.011
Si	51.669	13.59	15.08	-0.005	-0.017	0.012
Si	54.411	-0.032	15.054	0	0.005	0.004
Si	57.13	2.672	15.05	0.011	0.002	0.014
Si	54.41	5.402	15.066	-0.009	-0.017	0.006
Si	57.12	8.124	15.054	0.01	0.006	0.005
Si	54.395	10.868	15.078	0.001	-0.004	0
Si	57.123	13.541	15.057	0.004	0.006	0.007
Si	59.853	-0.071	15.024	-0.003	0.002	0.007
Si	62.597	2.631	14.958	0.01	0.011	0.008
Si	59.836	5.38	14.987	0.018	-0.008	0.001
Si	62.561	8.103	14.958	-0.003	0.001	-0.003
Si	59.858	10.803	15.009	0.006	0.025	0
Si	62.604	13.524	14.973	0.009	-0.01	0.006
O	66.521	14.086	22.756	-0.194	-0.393	-0.168
O	64.905	10.992	25.26	-0.096	-0.342	0.367
O	2.911	-0.12	22.147	0.033	-0.018	0.093
O	4.714	1.643	23.068	0.195	-0.06	0.458
O	66.501	4.7	22.965	0.512	-0.049	0.432
O	65.422	2.654	21.926	-0.101	-0.151	0.364
O	4.41	9.107	24.026	0.074	0.521	0.335
O	10.994	9.055	24.781	-0.183	0.174	-0.152
O	1.992	9.431	23.228	0.192	0.321	0.359
O	65.497	8.031	26.762	-0.217	0.42	-0.197
O	4.288	12.298	23.313	-0.249	-0.27	0.24
O	5.805	13.68	21.979	-0.09	-0.108	0.221
O	6.564	12.186	31.271	0.074	-0.353	0.333
O	6.58	2.212	24.883	0.251	0.153	-0.183
O	9.464	0.853	23.04	0.048	0.042	0.362
O	6.11	3.892	23	-0.08	0.33	0.268
O	8.077	5.459	22.162	-0.057	0.102	0.45
O	9.469	7.554	22.945	-0.242	0.348	0.106
O	11.95	7.855	22.732	-0.072	-0.673	-0.022
O	6.987	9.204	23.152	0.417	0.213	0.656
O	6.814	12.157	26.965	0.153	-0.055	0.657
O	13.935	1.048	27.466	-0.27	-0.428	-0.396
O	8.393	10.892	21.958	-0.161	-0.144	0.132
O	11.794	14.514	22.755	0.102	0.109	0.188
O	13.578	-0.068	22.04	0.071	-0.063	0.305
O	15.188	4.083	23.766	0.762	0.247	0.101
O	11.004	2.741	22.138	0.086	0.167	0.201
O	12.847	4.653	22.63	0.024	0.366	0.161
O	13.734	9.754	22.725	0.613	0.09	0.063
O	16.324	8.133	22.13	-0.06	-0.058	0.058
O	14.798	8.834	28.41	0.046	-0.07	0.092
O	14.575	6.543	23.13	-0.144	0.169	0.44
O	14.207	12.253	23.032	-0.307	0.186	0.063
O	15.498	10.636	24.593	0.227	-0.274	-0.131
O	16.239	13.678	22.145	0.013	-0.178	0.146
O	18.068	-0.867	22.874	0.39	0.205	0.096
O	19.824	1.377	22.914	0.211	-0.732	0.189
O	21.681	2.882	22.016	0.29	-0.27	0.493
O	17.991	3.325	23.096	-0.509	-0.153	0.291
O	19.092	5.47	22.132	0.077	0.274	0.143
O	21.005	7.113	22.815	-0.218	0.762	0.308
O	27.522	6.269	26.369	-0.513	-0.191	-0.061
O	19.354	1.053	29.121	-0.553	-0.189	-0.327
O	20.326	11.74	23.106	-0.59	-0.125	0.147
O	21.597	13.665	22.014	0.11	-0.008	0.379
O	21.962	11.552	25.252	0.373	0.062	-0.065
O	18.532	2.957	27.248	-0.289	0.09	-0.265
O	23.557	-0.884	25.991	-0.019	-0.674	0.417
O	24.988	1.131	22.796	-0.12	-0.663	0.122
O	22.864	1.033	24.362	-0.593	0.377	-0.14
O	24.721	5.522	25.432	-0.171	0.041	0.397
O	25.446	6.139	22.985	-0.094	-0.69	0.155
O	22.199	9.832	23.191	0.234	-0.323	0.219
O	24.291	10.885	22.167	0.081	-0.048	0.343
O	26.721	0.205	30.217	-0.07	-0.313	-0.093
O	25.779	12.492	23.439	-0.306	-0.059	0.439
O	31.096	12.323	23.561	-0.159	-0.321	0.197
O	27.821	13.908	22.924	0.028	-0.1	-0.192
O	31.073	-1.561	24.739	-0.229	0.109	-0.324
O	28.821	-0.044	23.119	0.038	0.192	-0.046
O	26.952	2.784	22.067	-0.076	-0.067	0.277
O	28.386	4.657	23.084	0.502	0.522	0.092
O	29.33	4.64	25.472	0.752	-0.142	0.096
O	31.935	6.216	23.446	-0.578	0.167	0.378
O	26.957	8.06	22.125	-0.302	-0.102	0.036
O	28.833	8.932	23.591	0.239	0.177	0.172
O	26.869	11.723	29.411	0.249	0.219	0.565
O	32.652	13.548	22.01	0.246	0.141	0.273
O	34.199	-1.405	23.404	-0.426	-0.328	0.587
O	35.56	0.458	22.514	-0.193	-0.215	-0.272
O	36.647	3.054	27.617	0.201	0.215	-0.111
O	37.336	2.183	23.132	0.322	-0.16	0.194
O	32.602	2.714	21.918	-0.203	-0.242	0.397
O	33.861	4.427	23.225	0.377	-0.271	0.31
O	34.498	6.379	24.654	0.156	0.61	0.617
O	36.038	6.38	22.568	-0.595	0.048	-0.204
O	32.783	8.229	22.19	-0.11	-0.126	0.478
O	34.385	10.074	23.055	0.011	0.149	0.357
O	38.802	10.083	27.581	0.303	0.641	0.483
O	36.668	11.309	23.072	0.337	-0.46	0.383
O	37.991	13.425	22.17	0.016	-0.031	0.491
O	43.618	7.027	25.72	0.382	-0.265	0.128
O	43.264	13.779	25.445	-0.231	-0.433	0.229
O	40.521	0.893	23.171	-0.614	0.396	0.117
O	38.266	3.075	25.444	0.319	0.12	0.146
O	38.836	4.267	23.175	0.365	0.217	0.358
O	43.376	4.702	24.523	0.36	0.152	-0.105
O	42.505	6.92	23.331	0.39	0.558	0.331
O	43.193	8.255	28.032	0.427	0.243	0.574
O	39.798	9.863	22.951	-0.147	-0.177	0.266
O	43.08	13.622	22.039	-0.125	0.146	0.077
O	45.806	13.228	25.689	0.172	-0.428	0.079
O	49.907	2.958	25.665	0.563	0.02	-0.382
O	47.309	1.179	23.051	-0.579	-0.401	0.183
O	42.538	2.463	23.326	-0.166	0.056	0.394
O	44.953	3.317	23.051	0.23	-0.513	0.242
O	50.326	6.795	24	0.081	0.549	-0.476
O	44.585	9.344	23.225	0.133	-0.655	0.196
O	46.266	10.98	22.131	0.049	0.067	0.155
O	47.697	13.08	22.835	-0.112	0.397	-0.074
O	48.205	14.185	25.146	0.368	0.532	-0.168
O	49.83	-1.683	23.133	-0.028	0.138	0.481
O	51.638	0.04	22.295	0.245	-0.021	0.362
O	55.879	0.232	28.139	0.258	-0.3	0.286
O	53.019	2.162	23.067	-0.189	0.36	0.443
O	49.074	2.804	22.183	-0.124	-0.059	0.588
O	50.943	4.448	22.979	0.117	-0.301	0.398
O	53.494	6.928	32.045	0.442	0.394	-0.357
O	54.395	8.115	22.307	-0.267	0.006	0.16
O	49.775	9.663	23.128	-0.319	-0.358	0.21
O	51.648	10.857	21.837	-0.081	0.192	0.318
O	54.834	11.719	29.052	0.545	-0.538	-0.246
O	55.824	-1.53	23.529	-0.278	-0.075	0.216
O	54.67	-2.015	28.458	-0.629	-0.08	0.168
O	59.376	1.817	22.8	0.417	-0.109	0.119
O	62.711	0.217	25.137	-0.412	0.1	0.427
O	55.157	3.761	23.06	-0.158	0.149	0.376
O	57.207	5.298	22.366	-0.014	0	0.504
O	59.354	6.499	23.421	-0.072	0.399	0.391
O	59.983	9.73	24.981	-0.586	-0.284	-0.415
O	57.971	13.905	24.721	0.414	0.172	-0.092
O	58.491	11.769	23.283	0.059	-0.363	0.018
O	60.03	13.504	22.156	-0.117	-0.16	0.275
O	64.247	-1.484	23.867	-0.125	-0.042	-0.142
O	61.237	8.831	22.875	-0.366	-0.454	0.152
O	66.587	-0.422	24.462	0.41	0.084	-0.259
O	63.627	1.288	23.059	-0.135	-0.29	0.086
O	61.728	3.601	22.969	-0.208	-0.506	0.29
O	62.711	5.525	21.741	-0.401	0.086	0.421
O	64.849	6.786	22.741	0.039	0.795	-0.011
O	61.599	5.439	28.265	-0.438	0.122	-0.136
O	62.57	10.812	21.627	-0.033	-0.04	-0.024
O	64.262	12.13	22.981	0.074	0.722	0.56
O	2.473	7.987	25.465	0.118	0.005	0.484
O	2.136	11.271	25.877	0.156	-0.541	-0.338
O	62.751	-1.001	27.574	0.61	0.177	0.101
O	4.287	3.495	24.916	-0.357	0.55	0.123
O	6.148	7.367	24.826	-0.024	-0.613	0.127
O	65.994	6.08	25.094	-0.129	-0.186	0.255
O	9.861	-1.096	28.5	-0.154	0.141	0.23
O	2.956	5.158	29.604	0.391	0.031	0.088
O	8.101	4.917	29.479	0.124	0.306	0.116
O	7.871	-1.873	27.034	0.223	0.643	-0.167
O	4.907	10.479	30.178	0.193	-0.087	0.02
O	8.525	9.723	30.825	-0.208	0.405	0.242
O	12.64	13.424	29.868	-0.574	0.092	-0.146
O	7.083	1.351	27.361	0.295	-0.263	0.186
O	5.405	7.538	22.189	0.524	-0.226	-0.261
O	10.506	8.513	29.734	0.373	-0.321	0.187
O	13.923	-1.824	25.447	0.015	0.302	-0.217
O	3.603	-1.104	29.367	-0.048	0.031	0.164
O	9.07	10.252	28.275	-0.422	-0.285	-0.069
O	10.631	1.178	27.319	-0.262	0.074	0.064
O	8.506	7.67	25.818	0.008	0.45	-0.089
O	15.62	2.094	25.592	0.455	-0.322	-0.207
O	17.095	-1.51	29.498	0.467	0.29	-0.232
O	17.11	7.218	27.569	-0.136	0.221	0.25
O	19.518	6.727	26.734	-0.079	-0.093	-0.195
O	20.735	4.393	27.059	0.401	-0.156	0.429
O	15	13.45	28.854	0.16	-0.325	-0.062
O	11.791	12.524	32.097	-0.014	0.045	0.623
O	16.168	10.501	29.781	0.425	-0.092	-0.013
O	12.853	13.04	27.307	-0.044	-0.515	-0.023
O	18.593	-1.255	25.428	-0.246	-0.272	0.236
O	17.863	11.037	25.459	0.469	0.164	0.473
O	25.315	0.952	25.348	0.704	-0.036	-0.052
O	22.698	5.05	22.973	0.302	-0.042	0.443
O	24.187	11.86	29.17	-0.011	-0.664	0.175
O	24.158	0.196	30.314	-0.013	-0.386	0.054
O	23.448	8.832	27.849	-0.226	0.07	-0.272
O	21.454	5.959	25.157	-0.08	-0.232	-0.092
O	22.592	4.488	31.406	0.067	0.057	-0.335
O	20.08	9.777	24.755	0.18	-0.147	0.578
O	20.215	13.224	26.208	-0.589	-0.175	-0.232
O	24.393	3.188	24.435	-0.162	0.415	-0.566
O	25.755	13.147	27.519	-0.182	-0.054	-0.452
O	24.969	3.573	27.05	-0.038	0.45	0.33
O	25.716	7.832	25.032	0.009	0.477	-0.184
O	27.747	8.823	26.096	-0.112	0.663	0.232
O	27.944	9.383	29.073	0.021	-0.396	-0.026
O	23.28	-1.296	23.347	0.514	-0.425	0.256
O	21.779	0.194	29.266	0.408	-0.207	-0.03
O	34.171	1.968	27.214	-0.198	0.126	0.207
O	29.942	13.397	29.197	0.166	-0.25	-0.206
O	34.833	12.213	24.614	0.209	0.387	-0.433
O	34.303	-1.322	31.65	0.164	0.022	-0.185
O	29.9	0.539	25.557	-0.456	0.458	0.523
O	24.742	12.341	31.92	-0.183	-0.502	-0.116
O	34.929	2.726	29.599	-0.292	-0.32	0.105
O	29.783	7.318	25.578	0.698	-0.019	-0.309
O	34.606	0.679	24.987	0.132	0.563	-0.19
O	28.618	-0.893	31.707	0.141	-0.539	-0.269
O	47.864	9.313	27.677	0.305	0.533	0.307
O	37.991	8.189	22.085	-0.016	0.167	0.683
O	39.94	-1.573	23.103	0.32	-0.261	0.094
O	43.754	-0.097	26.316	0.186	0.051	0.202
O	32.647	4.88	25.62	-0.245	-0.227	0.084
O	35.705	9.854	25.292	0.218	-0.537	0.054
O	40.735	5.53	22.102	0	-0.096	0.353
O	36.242	10.346	27.82	-0.067	0.461	0.324
O	32.508	12.001	32.628	0.099	0.145	0.532
O	36.581	-0.974	24.552	0.337	-0.484	-0.143
O	38.135	0.144	32.653	0.173	-0.224	-0.564
O	47.777	12.947	27.383	-0.228	-0.692	0.134
O	40.081	10.925	25.283	-0.34	0.61	0.291
O	39.048	-0.406	25.25	0.121	-0.022	0.207
O	46.033	0.599	25.094	0.053	-0.541	-0.019
O	36.178	1.779	31.737	-0.205	-0.08	-0.09
O	49.204	10.227	25.61	-0.235	0.529	0.123
O	48.535	5.179	25.071	-0.016	-0.105	-0.239
O	30.178	12.622	25.988	0.072	-0.01	0.713
O	59.204	11.963	25.916	0.244	0.437	0.28
O	41.196	12.064	23.002	-0.368	0.158	0.197
O	48.8	0.677	25.161	0.197	-0.499	-0.185
O	49.746	12.21	24.079	0.092	0.174	-0.144
O	47.359	2.854	25.283	-0.376	0.422	0.277
O	28.741	2.357	24.226	-0.072	-0.083	0.24
O	44.144	2.374	25.452	0.009	0.02	0.579
O	46.232	5.448	22.218	-0.002	0.074	0.23
O	54.456	7.65	27.373	-0.124	0.273	-0.349
O	52.126	3.164	27.259	-0.622	-0.222	-0.324
O	48.622	7.668	25.817	-0.297	0.026	0.425
O	52.091	-1.617	30.277	-0.069	0.017	-0.781
O	52.87	9.938	28.288	0.589	0.016	-0.028
O	40.629	4.143	27.453	0.484	-0.004	-0.449
O	53.953	-0.299	26.423	0.221	0.275	-0.331
O	58.418	-0.944	30.577	-0.175	0.291	-0.203
O	53.765	3.562	25.246	0.373	0.032	-0.025
O	55.118	1.465	24.31	-0.081	-0.456	0.059
O	53.447	5.318	27.339	0.062	-0.129	0.002
O	54.329	6.164	29.65	0.37	-0.01	-0.131
O	12.179	-0.105	29.015	0.038	-0.446	0.456
O	63.591	3.689	28.141	-0.016	0.094	-0.639
O	54.189	11.136	25.154	-0.016	-0.019	0.263
O	59	3.732	29.956	-0.015	0.322	0.417
O	57.385	0.038	22.232	0.186	0.062	0.052
O	57.175	0.093	25.211	0.737	-0.11	0.129
O	61.148	-1.307	29.567	0.072	0.188	0.276
O	58.789	2.396	27.638	-0.302	-0.327	-0.19
O	65.595	1.904	27.994	-0.25	-0.03	-0.533
O	59.889	1.724	25.371	0.39	-0.399	-0.022
O	59.399	4.087	24.287	-0.241	-0.111	-0.057
O	28.533	9.148	31.726	-0.127	-0.486	0.035
O	56.546	8.928	28.162	-0.459	0.538	0.23
O	14.681	6.468	27.475	-0.087	-0.4	-0.235
O	4.651	8.172	28.96	-0.344	-0.258	-0.227
O	43.359	0.839	29.784	0.153	0.52	0.063
O	61.217	3.071	27.231	0.204	0.189	-0.207
O	64.019	4.731	24.053	-0.067	0.034	0.203
O	61.349	8.041	27.87	-0.524	-0.022	-0.015
O	50.874	9.549	29.748	0.362	0.151	0.086
O	32.438	0.223	26.282	0.068	0.34	-0.028
O	34.36	8.631	27.421	0.01	-0.032	-0.256
O	49.087	8.086	30.779	0.048	-0.421	0.298
O	17.136	12.562	31.016	0.029	0.1	0.327
O	63.694	7	28.462	0.329	-0.632	0.317
O	66.715	7.018	30.745	-0.245	-0.103	0.019
O	5.967	13.807	25.062	0.15	0.491	-0.389
O	33.12	6.515	27.688	-0.554	0.338	-0.188
O	59.301	13.111	29.54	-0.052	-0.599	-0.235
O	5.298	0.885	29.313	0.332	-0.26	0.14
O	66.909	4.563	31.809	0.038	-0.427	-0.261
O	4.631	2.043	27.031	0.046	-0.208	-0.07
O	31.892	11.782	30.091	-0.042	-0.145	-0.779
O	66.653	-0.075	26.946	-0.091	-0.445	0.15
O	31.145	6.054	29.874	0.229	-0.24	0.476
O	65.429	8.779	29.309	-0.342	0.4	-0.107
O	39.59	9.411	31.752	-0.437	-0.186	-0.238
O	3.631	10.392	27.881	-0.2	-0.075	-0.294
O	31.876	4.259	28.027	0.173	-0.427	0.135
O	3.125	13.034	27.726	-0.401	0.243	-0.056
O	8.867	13.064	32.017	0.187	0.464	-0.061
O	6.927	-1.582	31.743	-0.058	0.151	-0.147
O	11.691	-1.014	26.581	-0.123	0.163	-0.42
O	8.182	0.233	25.233	0.091	-0.178	0.123
O	10.522	5.881	29.293	0.023	-0.078	0.354
O	64.546	2.368	30.233	-0.015	0.067	0.586
O	2.757	1.325	28.836	0.14	0.667	-0.109
O	11.002	10.681	0.035	-0.045	0.121	-0.311
O	16.724	4.68	27.886	0.166	-0.054	-0.565
O	6.466	7.121	27.407	-0.206	-0.294	0.009
O	10.582	11.13	30.203	-0.028	0.407	-0.406
O	14.65	4.196	30.638	0.177	-0.126	-0.695
O	52.203	0.652	31.77	-0.23	0.279	-0.523
O	12.083	9.854	31.886	0.115	-0.169	-0.609
O	9.572	-1.605	24.097	-0.022	-0.273	0.168
O	63.562	9.453	27.583	0.05	0.489	0.227
O	19.822	2.96	25.019	0.493	0.508	-0.045
O	13.335	2.074	29.831	-0.437	0.192	-0.318
O	16.091	6.22	29.806	0.298	0.104	0.148
O	13.214	5.194	25.113	0.084	0.43	0.445
O	56.781	13.433	29.785	-0.012	-0.205	-0.082
O	10.61	7.606	27.316	0.082	0.323	-0.028
O	49.834	1.161	27.553	0.104	0.413	0.272
O	19.293	13.476	29.874	0.291	0.477	-0.285
O	22.348	12.894	27.662	0.393	0.37	-0.089
O	17.973	8.38	25.352	-0.517	-0.23	-0.174
O	41.09	6.658	27.896	0.268	-0.123	0.266
O	18.798	9.112	27.718	-0.251	0.241	-0.029
O	15.847	-1.112	27.19	0.055	0.548	-0.091
O	13.982	3.565	27.017	0.007	0.542	0.383
O	20.655	10.919	27.415	-0.2	-0.162	-0.1
O	41.347	13.037	29.423	-0.579	-0.239	-0.106
O	26.708	14.141	25.299	0.083	0.41	-0.133
O	15.853	10.925	27.204	0.022	-0.098	0.062
O	23.002	7.431	30.035	-0.337	-0.341	0.285
O	19.767	12.195	31.939	-0.534	0.071	-0.13
O	21.546	11.886	29.952	0.101	-0.444	0.195
O	22.484	1.976	31.099	-0.003	0.039	0.682
O	23.087	3.401	28.954	-0.218	0.177	-0.516
O	39.098	8.468	25.498	0.301	0.026	-0.916
O	48.877	12.947	29.72	0.495	0.069	0.262
O	35.031	13.294	27.044	0.276	-0.327	0.33
O	33.879	11.035	26.757	-0.449	-0.263	0.251
O	41.832	8.024	31.792	0.023	-0.165	-0.433
O	41.648	1.141	31.672	-0.022	-0.603	-0.108
O	25.637	13.895	30.091	0.344	0.601	-0.21
O	54.342	-0.148	32.954	0.211	-0.062	-0.396
O	10.031	10.958	32.896	0.105	-0.392	0.39
O	31.003	1.279	23.291	0.502	-0.123	0.228
O	6.719	9.527	26.313	-0.489	-0.033	0.253
O	10.211	12.419	23.006	-0.045	-0.548	0.297
O	26.818	3.853	25.152	-0.001	-0.261	-0.089
O	16.1	13.022	25.674	0.198	0.087	-0.204
O	52.231	7.413	28.642	-0.412	-0.418	0.385
O	52.394	12.042	29.964	-0.292	-0.185	0.359
O	56.743	11.562	25.198	0.04	0.013	0.634
O	25.844	10.178	27.651	-0.063	0.285	-0.322
O	28.123	-2.017	27.492	-0.021	-0.357	0.089
O	45.569	1.288	27.541	-0.025	0.437	0.155
O	46.693	-1.037	27.135	0.122	0.147	0.06
O	34.501	4.438	27.562	0.3	0.297	0.051
O	41.826	-1.592	27.404	-0.286	-0.245	-0.046
O	41.265	5.817	25.435	-0.261	0.083	-0.294
O	14.755	-0.29	29.522	0.215	0.019	0.654
O	37.078	6.891	24.882	-0.132	0.4	-0.307
O	52.13	13.047	25.248	0.022	0.533	-0.387
O	41.141	9.179	26.934	0.371	0.328	-0.256
O	36.406	4.439	24.272	-0.37	-0.255	0.022
O	25.053	9.001	29.907	0.629	0.196	0.043
O	34.742	-0.517	27.401	-0.355	0.145	0.529
O	30.334	13.104	31.787	-0.234	0.423	-0.205
O	41.091	-0.494	29.659	-0.724	-0.139	-0.193
O	44.301	-0.596	31.798	-0.389	0.349	-0.023
O	48.344	4.102	27.498	-0.299	-0.194	0.085
O	45.594	4.321	31.88	-0.181	0.155	-0.531
O	31.275	7.712	31.843	0.071	0.586	-0.007
O	13.059	8.572	26.474	0.217	-0.154	-0.551
O	38.922	6	26.532	-0.237	-0.175	0.188
O	45.628	8.034	27.191	0.259	-0.465	-0.311
O	20.615	3.339	29.935	-0.117	0.464	-0.411
O	45.487	10.104	28.816	-0.283	0.021	-0.17
O	35.729	-1.936	29.389	0.38	0.204	-0.183
O	48.349	4.456	32.334	-0.159	0.437	0.026
O	50.027	4.144	29.588	0.177	0.151	-0.218
O	60.586	0.485	27.603	-0.293	-0.079	-0.241
O	47.045	2.182	32.071	-0.119	-0.201	-0.383
O	52.289	5.025	30.808	-0.249	0.057	-0.392
O	47.405	3.752	29.981	-0.297	-0.391	-0.319
O	21.043	5.99	32.764	-0.131	-0.048	-0.519
O	8.124	2.469	32.658	0.003	0.131	-0.609
O	58.936	10.136	32.543	-0.03	0.791	0.082
O	42.21	9.96	24.079	0.108	-0.656	-0.305
O	50.366	12.686	27.418	0.135	-0.611	0.012
O	8.084	13.635	29.568	-0.266	-0.241	-0.213
O	49.314	-1.352	28.188	0.157	0.137	0.048
O	18.002	3.125	29.815	-0.061	0.416	0.263
O	52.393	0.708	28.183	-0.296	-0.312	0.581
O	10.25	0.425	32.779	-0.135	0.113	-0.294
O	51.752	-1.513	27.077	-0.182	0.197	0.07
O	51.551	8.492	32.912	0.162	0.221	-0.468
O	60.554	3.505	32.116	0.396	-0.438	-0.127
O	52.782	6.297	23.221	0.239	-0.153	0.437
O	61.294	10.538	27.001	0.388	0.533	0.13
O	25.881	-0.608	27.301	0.171	0.281	0.615
O	32.858	8.076	29.667	0.252	0.388	0.008
O	56.133	2.234	26.567	0.171	0.473	-0.201
O	2.391	1.848	25.53	-0.059	-0.043	-0.122
O	55.827	10.104	23.233	0.3	0.075	0.161
O	44.775	10.339	31.484	-0.316	-0.295	-0.049
O	4.526	11.831	25.861	0.009	-0.1	0.057
O	63.491	11.913	31.944	0.721	-0.264	-0.214
O	11.589	13.262	25.028	-0.318	-0.422	0.261
O	36.42	13.416	31.788	0.436	0.422	-0.331
O	57.875	7.71	32.166	-0.258	-0.142	-0.234
O	51.503	0.709	25.656	-0.024	0.255	-0.503
O	58.212	9.353	30.119	0.316	0.188	-0.176
O	58.635	7.362	28.337	0.426	-0.233	0.159
O	60.988	8.564	32.374	0.079	-0.53	0.005
O	64.763	9.543	23.002	-0.138	-0.399	0.072
O	61.752	12.384	30.034	-0.29	-0.011	0.185
O	7.41	-0.747	22.878	-0.247	-0.015	0.355
O	37.182	-1.53	27.079	0.493	-0.149	0.143
O	65.954	13.42	25.305	0.224	0.144	0.147
O	30.274	8.605	29.713	0.036	-0.149	-0.337
O	64.989	13.797	29.432	-0.019	-0.146	0.322
O	2.585	9.31	30.043	0.052	0.282	0.305
O	65.84	12.005	27.601	0.236	-0.33	0.278
O	61.034	13.329	27.623	-0.626	-0.283	-0.58
O	62.214	13.977	25.327	-0.183	-0.353	-0.23
O	29.874	10.092	25.589	0.786	-0.042	-0.304
O	61.729	7.228	30.259	-0.24	-0.32	0.114
O	3.88	12.458	31.726	-0.472	0.207	-0.204
O	66.039	-1.671	31.74	0.133	-0.625	-0.006
O	48.332	6.067	29.289	0.441	0.212	-0.493
O	3.482	0.921	31.296	-0.142	-0.044	-0.106
O	65.065	1.493	25.302	-0.082	0.575	0.156
O	60.371	-0.535	32.248	0.356	0.102	-0.186
O	5.635	5.757	29.499	-0.575	-0.04	0.06
O	20.899	1.761	27.168	0.34	0.034	-0.288
O	3.67	6.277	31.946	0.475	0.015	-0.384
O	2.473	8.313	33.061	0.272	0.316	0.068
O	4.98	10.694	33.061	-0.08	0.044	-0.077
O	6.61	8.761	32.235	-0.239	-0.408	-0.306
O	5.225	-0.028	32.827	0.149	-0.049	-0.258
O	13.788	11.186	28.873	-0.591	-0.227	0.026
O	23.399	9.14	32.037	-0.024	0.183	-0.381
O	24.307	-1.578	32.425	0.397	0.302	0.276
O	16.778	4.879	32.077	0.264	0.106	-0.186
O	57.854	4.861	27.898	-0.355	0.015	-0.121
O	10.612	5.511	32.667	0.118	-0.027	-0.55
O	8.753	7.253	31.842	0.15	-0.373	-0.343
O	56.838	6.88	26.517	-0.004	-0.429	-0.249
O	28.743	1.653	30.787	-0.256	0.011	-0.025
O	56.493	-2.051	33.08	-0.144	0.081	-0.36
O	44.976	14.305	23.462	0.276	0.389	0.09
O	41.602	-0.607	24.966	0.124	0.407	-0.295
O	50.711	3.376	32.046	0.405	-0.258	-0.193
O	16.012	0.102	32.854	-0.098	0.001	-0.457
O	14.416	2.031	32.118	0.399	-0.064	-0.3
O	12.359	3.654	31.845	-0.429	0.011	-0.375
O	64.118	11.394	29.476	0.306	-0.328	-0.347
O	42.359	12.874	31.806	0.375	-0.054	0.016
O	62.489	1.019	29.279	-0.136	0.5	-0.198
O	14.764	6.485	31.973	-0.122	0.055	-0.539
O	61.775	-1.088	23.034	-0.093	0.22	0.105
O	15.319	11.196	32.244	-0.187	-0.401	0.036
O	17.56	9.99	31.879	0.165	-0.133	-0.578
O	17.994	-1.5	31.932	0.358	-0.146	-0.05
O	16.16	-0.84	24.641	-0.389	0.372	-0.171
O	54.322	2.41	28.496	-0.071	0.126	0.095
O	50.395	-1.284	32.097	-0.297	-0.603	-0.005
O	18.494	3.141	33.012	0.234	0.198	-0.521
O	11.397	3.533	26.254	-0.115	0.44	0.07
O	19.628	1.542	31.579	-0.065	-0.174	-0.236
O	29.129	-0.388	29.231	0.084	0.315	-0.218
O	19.043	8.056	32.815	-0.192	0.059	-0.468
O	43.673	11.806	29.687	0.072	0.302	-0.292
O	26.905	0.309	33.156	-0.177	0.052	0.126
O	21.665	10.877	32.926	-0.074	0.187	-0.493
O	22.066	-0.392	31.938	-0.34	-0.216	-0.152
O	11.254	10.585	26.902	0.509	0.004	0.112
O	67.225	6.265	27.445	0.095	0.354	0.145
O	39.076	2.037	27.684	0.363	-0.756	0.077
O	16.123	2.242	28.161	0.117	-0.418	0.167
O	25.418	1.941	31.859	-0.339	0.654	-0.139
O	26.949	5.699	32.763	-0.09	0.128	-0.476
O	25.071	7.169	31.756	-0.002	-0.338	-0.398
O	28.755	3.993	31.914	0.184	0.149	-0.101
O	26.901	11.042	32.673	0.12	0.041	-0.514
O	17.934	1.142	24.598	-0.397	0.16	0.333
O	37.385	8.774	29.63	0.468	0.141	0.415
O	40.299	-1.953	32.67	0.047	0.098	-0.543
O	47.979	12.325	32.081	0.299	-0.214	0.139
O	32.544	0.472	32.575	0.187	-0.041	-0.616
O	32.691	13.113	25.719	-0.061	0.464	0.485
O	19.31	10.775	29.673	-0.499	-0.104	0.081
O	61.603	3.385	29.831	0.591	0.027	0.068
O	30.946	2.475	31.835	0.479	0.142	-0.032
O	32.601	5.675	32.722	-0.214	-0.126	-0.238
O	29.443	11.085	30.321	-0.098	0.146	0.341
O	23.914	1.231	27.551	-0.363	-0.116	0.056
O	23.075	13.85	30.256	-0.208	0.36	-0.005
O	33.651	10.144	31.513	-0.167	-0.301	-0.698
O	21.932	6.653	27.72	0.358	-0.257	-0.044
O	37.874	11.334	32.539	0.122	0.16	-0.18
O	25.453	2.333	29.318	0.557	0.226	-0.101
O	23.346	7.326	24.03	-0.127	0.469	0.273
O	34.409	3.804	31.943	0.062	0.067	-0.32
O	6.6	11.415	24.45	0.171	-0.098	-0.586
O	39.12	3.837	29.583	0.17	-0.082	-0.016
O	2.817	3.884	27.182	0.156	0.001	-0.176
O	35.103	8.539	32.811	0.105	-0.257	-0.127
O	36.759	7.086	31.616	0.357	-0.288	-0.253
O	28.034	11.904	24.681	-0.131	-0.187	-0.23
O	45.638	-0.501	29.525	0.461	-0.246	0.399
O	44.221	11.743	24.205	0.192	0.004	-0.078
O	36.765	4.134	30.814	0.053	0.263	-0.09
O	50.227	0.32	30.02	-0.011	0.343	-0.124
O	20.258	-0.782	27.41	0.172	-0.117	0.465
O	12.685	7.352	28.834	0.343	-0.012	0.504
O	40.528	3.203	32.634	-0.173	-0.093	-0.261
O	43.437	5.923	32.502	0.087	-0.144	-0.571
O	18.032	9.839	23.105	0.363	0.301	-0.165
O	41.655	10.632	30.827	0.254	0.081	0.018
O	40.87	8.612	29.488	-0.274	-0.267	-0.323
O	43.378	-1.742	29.57	0.411	-0.569	-0.226
O	46.272	12.146	30.16	-0.239	0.339	-0.107
O	29.683	5.715	27.792	0.013	0.369	0.028
O	45.997	-2.357	32.784	-0.03	-0.063	-0.125
O	55.959	-1.854	26.26	0.085	-0.803	0.283
O	41.153	2.185	29.239	0.101	0.112	-0.029
O	47.787	0.639	28.929	0.122	0.61	0.271
O	48.676	0.34	32.99	0.188	0.096	-0.3
O	63.563	12.89	27.332	-0.028	-0.193	-0.277
O	47.267	6.627	31.746	-0.123	-0.299	-0.067
O	29.954	3.719	29.645	-0.304	-0.03	-0.365
O	46.089	8.588	32.814	-0.01	0.26	-0.128
O	51.737	5.143	25.404	-0.499	0.351	0.106
O	62.021	-2.45	32.926	-0.032	0.004	-0.698
O	65.911	9.432	31.773	-0.155	0.473	-0.393
O	25.805	7.658	27.689	-0.204	-0.638	0.246
O	62.429	9.827	30.634	0.073	-0.025	-0.463
O	64.821	5.691	32.825	-0.318	0.111	-0.453
O	62.165	8.461	25.484	0.418	-0.374	-0.155
O	50.501	8.808	27.316	0.056	-0.064	-0.113
O	52.117	2.639	29.884	0.341	-0.557	0.383
O	6.497	4.124	31.414	-0.523	0.095	-0.237
O	49.956	10.29	32.07	-0.201	0.437	-0.086
O	46.666	7.994	29.624	-0.655	-0.019	0.351
O	52.306	13.06	32.38	-0.216	0.199	-0.083
O	54.171	11.21	32.898	0.125	0.167	-0.286
O	9.936	3.402	28.412	-0.097	-0.235	0.392
O	8.864	11.038	25.814	0.16	-0.066	-0.404
O	58.198	0.984	32.292	0.003	0.001	-0.326
O	56.705	3.016	32.864	0.115	-0.147	-0.403
O	54.815	4.678	31.843	-0.144	0.036	-0.35
O	14.111	13.528	32.164	0.16	0.286	0.034
O	5.309	-1.831	27.449	-0.024	0.56	-0.305
O	59.385	5.7	32.947	0.204	0.09	-0.474
O	56.311	9.794	32.026	-0.303	-0.27	-0.532
O	63.448	7.788	32.073	0.264	0.305	-0.137
O	15.264	1.6	23.003	0.177	-0.094	0.097
O	35.289	7.111	29.364	0.065	-0.464	0.107
O	7.153	7.815	29.825	-0.005	-0.078	-0.428
O	48.308	10.486	30.16	-0.012	-0.059	-0.287
O	9.201	5.454	27.051	-0.421	-0.106	-0.05
O	64	-0.384	30.664	-0.266	-0.296	0.278
O	62.877	1.552	31.987	-0.327	0.082	-0.14
O	64.828	0.202	33.108	0.049	-0.01	-0.356
O	54.372	13.533	30.88	0.446	-0.096	0.319
O	58.858	9.879	27.529	-0.239	0.031	-0.118
O	9.787	12.715	27.682	0.126	0.226	0.084
O	3.123	6.968	23.136	-0.233	-0.503	0.314
O	53.28	12.338	23.091	0.575	0.24	0.15
O	65.986	4.308	28.816	-0.163	0.331	0.514
O	6.12	3.291	28.882	-0.218	0.077	-0.09
O	34.269	12.573	30.628	-0.055	-0.05	-0.618
O	5.007	13.012	29.476	0.525	0.138	-0.34
O	57.491	2.521	24.406	-0.355	0.351	0.006
O	8.928	2.65	26.025	0.138	0.44	-0.582
O	55.777	9.114	25.63	-0.155	-0.091	-0.088
O	37.266	7.966	27.237	-0.585	-0.23	0.184
O	12.959	10.781	24.992	-0.124	0.556	0.278
O	47.848	7.1	23.327	-0.303	0.42	0.414
O	62.799	2.838	25.122	-0.198	-0.089	0.537
O	44.092	9.62	25.837	0.169	0.59	0.149
O	59.31	6.097	26.052	0.339	0.188	0.141
O	12.011	-1.212	31.798	-0.143	0.392	-0.446
O	58.311	12.987	31.905	0.139	-0.243	-0.053
O	61.535	5.376	24.833	0.106	0.3	0.619
O	52.944	12.396	27.471	0.197	0.112	-0.231
O	30.657	-1.26	27.349	0.216	-0.279	0.067
O	21.056	8.842	28.981	-0.041	-0.102	0.485
O	13.29	2.598	24.669	-0.516	-0.599	-0.032
O	51.711	10.597	24.629	0.265	-0.551	0.141
O	21.144	-0.959	24.917	-0.231	0.164	-0.149
O	10.665	6.501	24.935	0.455	-0.64	0.041
O	62.533	10.614	24.255	-0.332	0.331	-0.136
O	56.749	2.679	29.08	-0.001	0.001	0.695
O	38.931	5.141	31.814	0.174	0.385	-0.031
O	28.257	11.344	27.249	0.251	0.078	0.093
O	37.106	0.904	26.326	-0.592	0.136	0.197
O	59.984	1.375	30.513	0.463	-0.096	-0.328
O	37.817	6.137	29.552	0.57	-0.055	-0.682
O	66.25	-0.261	29.537	0.218	0.21	0.184

Results
total energy: -406602.168 eV
total energy less fixed offsets of O -438.35, Si -107.03 eV per atom: 10.632 eV
